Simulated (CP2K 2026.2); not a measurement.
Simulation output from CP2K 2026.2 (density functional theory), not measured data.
Periodic cell of 2016 atoms, Si1440O576, from a study of silicon, its oxide and their interface. The atomic structure is a simulated model.
Doubt: the forces sum to 7.88 eV/angstrom along one axis rather than to zero, so they err by at least 0.0039 eV/angstrom per atom on average; the grid cutoff is modest.

Settings
functional: PBE
method: Gaussian and plane waves
basis set: DZVP-MOLOPT-SR-GTH
pseudopotentials: GTH-PBE
grid cutoff: 300 Ry, relative cutoff 40 Ry
k points: Gamma only
occupations: fixed
spin: none
net charge: 0

Cell vectors (angstrom)
a 65.28 0 0
b 0 16.32 0
c 1.3226 1.6747 33.479

Atoms and the computed forces on them: element, x, y, z (angstrom), force x, y, z (eV/angstrom)
Si 0.837 -1.227 0.175 0.386 -0.263 0.642
Si 4.092 1.296 0.308 -0.267 -0.001 0.743
Si 0.899 4.203 0.036 0.116 -0.048 0.667
Si 3.32 7.239 0.178 0.396 -0.463 0.483
Si 1.209 -6.667 0.604 -0.214 0.171 0.534
Si 3.867 -4.224 0.268 -0.18 0.316 0.662
Si 6.254 -0.935 0.107 0.167 -0.177 0.826
Si 9.639 1.332 0.32 -0.238 -0.011 0.642
Si 6.069 4.146 0.062 0.284 0.119 0.591
Si 9.517 6.706 0.116 -0.239 0.115 0.518
Si 6.155 9.869 0.078 0.3 -0.302 0.613
Si 9.477 12.151 0.143 -0.081 0.041 0.673
Si 11.829 -0.957 0.069 0.116 -0.101 0.631
Si 15.21 1.184 -0.041 -0.289 0.276 0.694
Si 11.675 4.308 0.172 0.364 -0.05 0.559
Si 15.098 6.505 0.066 -0.046 0.182 0.683
Si 11.541 9.748 -0.078 0.386 -0.191 0.626
Si 15.122 11.954 0.084 -0.177 0.347 0.697
Si 17.552 -1.008 -0.202 0.201 -0.447 0.574
Si 20.479 1.168 -0.321 0.036 0.236 0.717
Si 17.468 4.468 0.007 0.069 -0.178 0.733
Si 20.925 6.455 -0.216 -0.347 0.294 0.626
Si 17.491 9.743 0.127 0.174 -0.342 0.658
Si 20.993 11.608 -0.144 0.005 0.142 0.641
Si 23.693 -1.811 -0.206 -0.277 0.193 0.857
Si 26.309 1.187 0 -0.202 0.038 0.807
Si 23.087 4.037 -0.215 0.234 -0.19 0.503
Si 25.401 7.177 -0.023 0.028 0.076 0.616
Si 23.259 9.461 0.223 0.023 0.007 0.418
Si 25.819 12.221 0 0.301 -0.027 0.687
Si 28.501 -1.052 -0.128 0.168 -0.216 0.785
Si 31.926 1.139 -0.14 -0.296 0.145 0.68
Si 28.746 4.051 -0.548 0.06 0.005 0.662
Si 31.324 6.883 -0.214 0.135 -0.18 0.728
Si 29.013 9.091 -0.107 -0.14 0.097 0.74
Si 31.425 12.06 0.168 -0.108 0.13 0.677
Si 33.987 -1.228 0.028 0.143 -0.165 0.754
Si 36.649 1.507 0.119 0.036 -0.065 0.786
Si 34.588 3.824 -0.048 -0.107 0.131 0.749
Si 37.038 6.985 -0.09 0.138 -0.283 0.783
Si 34.658 9.028 -0.123 -0.207 0.188 0.785
Si 37.08 11.986 -0.174 -0.201 0.203 0.724
Si 39.837 -1.673 -0.031 -0.086 0.269 0.808
Si -23.053 1.62 0.103 0.061 -0.241 0.761
Si 39.915 3.643 0.282 -0.141 -0.025 0.758
Si -23.259 6.291 -0.281 0.348 0.219 0.722
Si 39.469 9.886 -0.354 0.277 -0.251 0.784
Si -23.006 12.649 -0.168 0.109 -0.274 0.756
Si -19.867 -1.436 -0.137 -0.177 0.095 0.678
Si -17.738 1.763 0.183 0.374 -0.397 0.696
Si -19.905 3.981 0.396 -0.245 0.066 0.651
Si -17.423 6.795 0.41 0.215 -0.239 0.678
Si -19.817 8.899 -0.153 -0.449 0.433 0.536
Si -17.723 12.553 0.095 -0.102 -0.146 0.652
Si -14.761 -1.679 0.551 -0.083 0.259 0.729
Si -12.278 1.603 0.428 0.083 -0.263 0.699
Si -14.605 3.717 0.425 -0.211 0.288 0.766
Si -12.224 6.749 0.754 -0.015 -0.054 0.601
Si -14.218 9.044 0.404 -0.178 0.006 0.757
Si -12.522 12.462 0.507 0.272 -0.176 0.782
Si -9.504 -1.611 0.439 -0.016 0.257 0.733
Si -6.481 1.121 0.103 -0.174 0.056 0.723
Si -10.134 4.539 0.392 0.124 -0.036 0.731
Si -7.473 7.122 0.288 0.287 -0.041 0.755
Si -9.691 -7.025 0.505 -0.014 0.284 0.669
Si -7.341 -3.834 0.195 0.308 -0.232 0.703
Si -4.374 -1.167 0.493 -0.078 0.013 0.551
Si -1.222 1.175 0.337 -0.335 0.254 0.689
Si -4.232 4.585 -0.042 -0.332 0.034 0.692
Si -1.766 7.378 0.006 0.235 -0.304 0.615
Si -4.161 -6.86 0.157 -0.149 0.186 0.734
Si -2.081 -3.258 0.02 0.136 -0.365 0.735
Si 2.483 0.001 1.398 -0.016 -0.009 -0.09
Si 5.246 2.723 1.702 -0.068 0.083 -0.023
Si 2.249 5.584 1.439 0.013 -0.059 0.048
Si 5.102 8.231 1.39 0.032 -0.017 -0.08
Si 2.512 -5.27 1.84 0.105 0.063 0.049
Si 5.149 -2.586 1.372 0.017 -0.003 -0.062
Si 7.946 0.098 1.388 -0.01 0.04 -0.092
Si 10.738 2.813 1.694 0.009 0.017 0.026
Si 7.767 5.495 1.182 -0.056 -0.018 -0.072
Si 10.66 8.213 1.477 0.023 0.004 -0.002
Si 7.896 10.906 1.346 -0.006 -0.019 -0.036
Si 10.741 -2.624 1.355 -0.005 0.024 -0.058
Si 13.521 0.132 1.266 0.061 0.005 -0.048
Si 16.347 2.782 1.239 -0.009 0.029 -0.035
Si 13.473 5.38 1.296 -0.013 -0.031 -0.046
Si 16.292 8.111 1.313 0.002 -0.022 -0.059
Si 13.384 10.806 1.169 -0.078 -0.056 -0.023
Si 16.391 -2.681 1.098 0.008 0.08 -0.026
Si 19.072 0.051 1.198 0.058 -0.01 -0.031
Si 21.833 2.558 1.074 -0.062 -0.002 -0.026
Si 19.167 5.529 1.182 0.045 0.03 0.026
Si 21.819 8.038 1.31 -0.049 -0.063 -0.05
Si 19.239 10.793 1.253 -0.034 0.046 -0.053
Si 21.964 -2.874 1.058 0.005 0.074 -0.065
Si 24.666 -0.083 1.114 -0.025 -0.034 -0.053
Si 27.432 2.859 1.155 0.021 -0.016 -0.106
Si 24.52 5.366 1.192 -0.011 -0.043 -0.002
Si 27.288 8.07 1.139 0.036 -0.037 -0.017
Si 24.648 10.841 1.447 0.032 0.019 -0.058
Si 27.414 -2.769 1.148 -0.017 -0.029 -0.049
Si 30.166 0.072 1.105 0.057 0.008 -0.034
Si 32.982 2.687 1.27 0.007 -0.008 -0.056
Si 30.16 5.254 1.026 -0.054 0.058 -0.088
Si 32.923 8.02 1.126 -0.034 0.054 -0.011
Si 29.963 10.736 1.342 0.003 -0.042 -0.009
Si 32.848 -2.815 1.327 -0.015 0.028 -0.058
Si 35.509 -0.07 1.39 -0.022 -0.003 -0.056
Si 38.262 2.554 1.454 -0.036 0.002 -0.025
Si 35.791 5.389 1.207 0.012 0.054 -0.037
Si 38.491 8.252 1.19 -0.003 0.045 -0.013
Si 35.619 10.756 1.202 -0.02 0.006 -0.039
Si 38.259 -2.818 1.248 -0.018 -0.033 -0.019
Si -24.257 -0.057 1.271 -0.008 0.01 -0.023
Si -21.589 2.78 1.518 0.03 0.007 -0.013
Si -24.218 5.216 1.547 -0.034 0.025 -0.02
Si -21.69 7.891 0.98 -0.051 -0.007 -0.007
Si -24.171 10.913 1.044 -0.054 0.028 -0.07
Si -21.483 -2.6 1.235 0.049 0.009 -0.048
Si -18.785 -0.006 1.371 0.02 0.094 -0.051
Si -16.205 2.659 1.737 0.006 -0.004 -0.089
Si -18.693 5.363 1.752 -0.006 0.029 -0.024
Si -16.028 8.145 1.644 0.029 0.02 -0.051
Si -18.915 10.788 1.165 0.015 -0.022 0.017
Si -16.332 -2.829 1.759 -0.046 -0.041 -0.002
Si -13.535 -0.009 1.642 0 0.019 -0.062
Si -10.916 2.831 1.812 0.027 -0.033 -0.043
Si -13.682 5.365 1.822 -0.001 -0.087 -0.091
Si -10.93 8.126 2.047 -0.007 0.034 -0.031
Si -13.486 10.777 1.795 -0.052 0.046 -0.041
Si -10.939 -2.764 1.829 -0.008 0.019 -0.039
Si -8.225 0.095 1.471 -0.012 0.029 -0.064
Si -5.552 2.949 1.319 0.013 0.056 -0.062
Si -8.427 5.524 1.684 0.018 0.008 -0.079
Si -5.688 8.216 1.453 -0.027 -0.016 -0.065
Si -8.42 -5.38 1.622 0.003 -0.033 -0.086
Si -5.736 -2.704 1.577 -0.036 0.004 -0.068
Si -2.921 0.206 1.654 0.071 -0.01 -0.029
Si -0.061 2.723 1.612 -0.029 0.094 -0.022
Si -2.843 5.738 1.421 0.065 0.071 -0.023
Si -0.395 8.383 1.612 0.028 -0.027 -0.019
Si -3.003 -5.159 1.3 0.014 0.011 -0.059
Si -0.369 -2.622 1.58 -0.03 0.009 -0.083
Si 1.246 1.35 2.92 0.004 -0.065 0.023
Si 3.738 4.193 2.785 -0.041 -0.033 -0.012
Si 1.005 6.935 2.891 0.026 0.079 -0.017
Si 3.893 9.56 2.947 0.036 -0.022 0.046
Si 1.016 -3.935 2.972 -0.019 0.013 0.039
Si 3.828 -1.303 2.815 0.007 -0.013 0.038
Si 6.681 1.383 2.908 0.036 -0.044 0.033
Si 9.183 4.197 2.724 -0.059 0.014 0.01
Si 6.533 6.859 2.673 0.035 0.034 0.022
Si 9.261 9.571 2.751 -0.019 0.026 0.016
Si 6.571 12.328 2.692 0.021 -0.001 0.041
Si 9.335 -1.307 2.706 0.018 0.006 0.048
Si 12.234 1.422 2.788 0.045 -0.054 0.045
Si 14.895 4.044 2.628 0.02 0.01 0.019
Si 12.159 6.836 2.667 -0.016 -0.024 -0.01
Si 14.828 9.493 2.565 0.036 0.001 0.012
Si 12.145 12.258 2.601 -0.01 -0.012 0.009
Si 14.947 -1.345 2.497 0.025 0.014 0.031
Si 17.714 1.399 2.578 0.006 0.004 0.016
Si 20.47 3.999 2.461 -0.022 -0.036 -0.003
Si 17.77 6.821 2.614 -0.003 0.021 0.007
Si 20.458 9.408 2.656 0.016 -0.027 0.031
Si 17.792 12.271 2.476 -0.068 -0.026 0.014
Si 20.521 -1.43 2.385 0.042 -0.025 0.004
Si 23.249 1.268 2.449 0.033 0.011 -0.014
Si 25.992 4.104 2.517 -0.029 -0.062 0.022
Si 23.188 6.668 2.627 0.001 -0.004 0.059
Si 26.071 9.444 2.638 0.01 0.004 0.021
Si 23.231 12.239 2.649 -0.009 0.018 0.031
Si 26.031 -1.404 2.528 0.008 0.003 0.033
Si 28.822 1.45 2.494 0.016 0.027 0.024
Si 31.518 4.028 2.525 0.024 0.03 -0.014
Si 28.707 6.634 2.42 0.02 -0.022 0.007
Si 31.54 9.415 2.533 -0.012 -0.013 0.004
Si 28.669 12.196 2.613 0.006 0.01 0.005
Si 31.435 -1.37 2.558 -0.011 0.028 0.019
Si 34.213 1.328 2.737 -0.009 0.011 0.042
Si 36.997 4.057 2.718 -0.001 0.004 0.027
Si 34.281 6.692 2.533 0.011 -0.007 0.006
Si 37.025 9.479 2.613 0.006 0.02 0.01
Si 34.255 12.132 2.596 0.027 -0.024 0.01
Si 36.943 -1.442 2.645 0.001 0.018 -0.009
Si -25.627 1.206 2.745 0.024 -0.024 0.033
Si -22.891 4.01 2.979 0.008 -0.041 0.055
Si -25.586 6.789 2.636 -0.047 -0.01 0.016
Si -22.915 9.412 2.442 0.013 0.017 -0.025
Si -25.587 12.159 2.572 0.018 -0.023 0.019
Si -22.885 -1.357 2.686 0.006 -0.012 -0.011
Si -20.22 1.313 2.773 0.015 -0.025 0.033
Si -17.481 4.008 3.145 0.057 0.013 0.049
Si -20.328 6.755 2.712 -0.037 0.002 -0.005
Si -17.566 9.554 2.769 -0.009 0.019 -0.031
Si -20.265 12.175 2.602 0 0.017 0.005
Si -17.628 -1.341 2.954 0.008 0.041 0.048
Si -14.91 1.256 3.064 -0.042 -0.037 0.04
Si -12.326 4.043 3.194 -0.018 0.021 0.066
Si -14.941 6.768 3.163 0.004 0.009 0.032
Si -12.235 9.547 3.293 0.01 0.02 0.063
Si -14.966 12.107 3.062 0.026 0.014 0.012
Si -12.25 -1.325 3.09 -0.006 0.014 0.048
Si -9.492 1.415 2.979 -0.021 -0.071 -0.014
Si -6.95 4.11 2.849 0.009 0.03 -0.016
Si -9.575 6.763 3.275 -0.003 -0.04 0.061
Si -6.97 -6.744 2.911 -0.002 -0.009 0.022
Si -9.622 12.215 3.155 -0.007 -0.039 0.051
Si -7.005 -1.289 2.953 -0.026 0.001 0.028
Si -4.273 1.632 2.882 -0.029 -0.008 -0.004
Si -1.538 4.212 2.778 0.004 0.007 -0.072
Si -4.279 6.93 2.861 -0.02 0.002 0.031
Si -1.73 -6.525 2.851 -0.037 0.037 0.044
Si -4.307 -4.001 2.887 -0.014 -0.02 -0.011
Si -1.593 -1.217 2.989 0.013 0.01 0.028
Si -0.169 0.083 4.298 -0.016 0.001 0.029
Si 2.537 2.787 4.231 0.048 -0.017 -0.033
Si -0.25 5.522 4.244 -0.021 -0.019 -0.007
Si 2.471 8.214 4.226 -0.003 -0.002 0.007
Si -0.285 -5.347 4.286 0.023 -0.041 -0.005
Si 2.476 -2.608 4.235 0.004 0.027 -0.015
Si 5.244 0.025 4.169 -0.012 0.011 -0.011
Si 8.006 2.8 4.184 -0.021 0.036 0.003
Si 5.192 5.517 4.09 -0.013 0.022 -0.018
Si 7.932 8.184 4.073 -0.011 -0.014 0.008
Si 5.292 10.969 4.162 0.002 0.006 -0.015
Si 7.984 -2.679 4.064 -0.028 0.038 -0.034
Si 10.783 0.03 4.028 -0.039 0.015 -0.027
Si 13.6 2.755 4.09 0.017 0.003 0.026
Si 10.708 5.51 3.993 0.009 0.004 -0.025
Si 13.539 8.174 4.005 0.023 -0.017 0.012
Si 10.739 10.938 3.992 0.031 -0.004 -0.037
Si 13.578 -2.701 3.902 0.006 -0.006 -0.044
Si 16.319 0.01 3.88 -0.042 0.004 0.003
Si 19.105 2.727 3.898 0.007 0.018 0.025
Si 16.333 5.439 3.904 0.013 -0.018 -0.036
Si 19.07 8.143 4.02 -0.009 -0.014 0.033
Si 16.316 10.907 3.808 0.013 -0.015 -0.014
Si 19.138 -2.706 3.842 -0.002 0.043 0.001
Si 21.863 -0.06 3.805 -0.044 -0.028 -0.009
Si 24.612 2.674 3.807 -0.036 0.038 -0.005
Si 21.802 5.331 3.918 -0.048 0.032 -0.013
Si 24.615 8.084 3.908 0.005 -0.03 -0.042
Si 21.85 10.836 3.932 0.013 0.004 -0.009
Si 24.639 -2.71 3.932 -0.007 0.006 -0.024
Si 27.411 0.023 3.823 -0.023 -0.01 -0.049
Si 30.156 2.717 3.929 -0.011 -0.02 0.024
Si 27.366 5.4 3.901 0.04 0.019 0.01
Si 30.105 8.04 3.818 -0.024 0.025 -0.059
Si 27.352 10.849 3.993 -0.028 0.01 0.022
Si 30.086 -2.751 3.913 0.016 0.009 0.002
Si 32.792 -0.048 3.991 0.011 -0.001 -0.017
Si 35.59 2.703 4.051 0.009 -0.035 -0.004
Si 32.872 5.388 3.909 0.021 -0.02 -0.003
Si 35.598 8.101 3.928 -0.009 0.011 -0.04
Si 32.85 10.801 3.935 -0.026 -0.02 0.002
Si 35.577 -2.806 3.984 -0.018 -0.013 0.018
Si -27.007 -0.119 4.08 -0.009 0.021 0.008
Si -24.332 2.609 4.166 -0.039 0.02 -0.014
Si -26.96 5.45 4.048 -0.005 0.003 -0.003
Si -24.243 8.145 3.993 0.012 0.021 -0.033
Si -26.948 10.845 4.005 0.022 -0.007 -0.021
Si -24.279 -2.774 3.994 -0.033 0.006 -0.018
Si -21.602 -0.028 4.148 -0.012 0.015 -0.038
Si -18.952 2.626 4.301 -0.01 -0.038 -0.037
Si -21.568 5.439 4.24 0.025 -0.013 -0.008
Si -18.982 8.157 4.103 0.029 -0.005 -0.032
Si -21.641 10.8 3.958 -0.009 0.006 -0.017
Si -19.019 -2.793 4.165 -0.003 -0.021 -0.067
Si -16.293 -0.065 4.397 0.022 -0.016 0.012
Si -13.646 2.648 4.488 -0.034 0.037 -0.029
Si -16.262 5.418 4.515 0.022 -0.005 0.02
Si -13.609 8.124 4.528 -0.002 -0.013 -0.037
Si -16.349 10.801 4.369 -0.006 -0.036 0.02
Si -13.622 -2.754 4.384 0.016 -0.019 -0.053
Si -10.871 0.049 4.385 -0.009 0.032 -0.046
Si -8.193 2.765 4.352 -0.014 0.042 0.007
Si -10.973 5.405 4.544 -0.03 0.029 -0.026
Si -8.197 8.221 4.436 0.012 0.021 -0.036
Si -10.896 10.9 4.587 0.038 -0.02 0.036
Si -8.269 -2.658 4.4 0.017 0.028 -0.018
Si -5.578 0.113 4.233 -0.009 0.026 -0.075
Si -2.87 2.888 4.239 0.093 -0.037 0.037
Si -5.581 5.492 4.227 0.017 -0.012 -0.045
Si -2.979 8.324 4.24 0 0.004 -0.062
Si -5.604 -5.394 4.287 0.006 -0.011 -0.028
Si -2.947 -2.643 4.276 0.044 -0.012 -0.029
Si 1.356 -1.415 16.336 -0.012 -0.008 -0.007
Si 4.081 1.312 16.23 -0.011 -0.022 -0.027
Si 1.366 4.084 16.351 0.017 -0.021 -0.008
Si 4.101 6.787 16.307 0.004 0.015 0.015
Si 1.354 -6.798 16.396 0.015 0.013 0
Si 4.063 -4.145 16.329 -0.031 -0.024 0.025
Si 6.808 -1.379 16.204 -0.022 0.027 -0.01
Si 9.519 1.35 16.083 -0.003 -0.042 0.019
Si 6.818 4.093 16.158 0.02 0.003 0.009
Si 9.549 6.795 16.167 -0.003 -0.001 0.017
Si 6.798 9.487 16.232 -0.006 -0.017 0.006
Si 9.531 -4.092 16.12 -0.009 -0.015 0.032
Si 12.273 -1.365 15.962 -0.012 -0.005 -0.015
Si 15.007 1.434 15.983 0.016 -0.005 0.032
Si 12.297 4.083 16.07 0 0.021 0.022
Si 15.08 6.855 15.998 0.019 0.001 0.019
Si 12.282 9.547 16.031 -0.004 -0.014 -0.002
Si 15.085 -4.023 16.004 -0.005 0.009 0.029
Si 17.786 -1.287 15.923 -0.003 -0.017 0.003
Si 20.538 1.476 16.024 -0.004 0.019 0.009
Si 17.809 4.181 15.967 0.008 0.007 0.01
Si 20.542 6.952 16.022 0.036 0.023 0.026
Si 17.796 9.585 16.018 0.008 -0.047 0.027
Si 20.551 -4.003 15.942 0.046 -0.003 0.001
Si 23.246 -1.209 16.022 -0.018 0.001 0.001
Si 25.967 1.42 16.089 0.034 0.005 0.023
Si 23.255 4.177 15.993 -0.023 0.012 -0.003
Si 25.91 6.837 16.146 -0.013 0.025 0.012
Si 23.241 9.578 16.055 -0.041 -0.019 0.014
Si 25.977 -3.975 16.029 0 -0.012 0.015
Si 28.632 -1.286 16.132 0.019 -0.006 0.009
Si 31.275 1.395 16.212 -0.01 -0.001 0.021
Si 28.546 4.12 16.2 -0.001 -0.002 -0.001
Si 31.291 6.796 16.217 0.018 0.03 0.023
Si 28.652 9.594 16.11 0.008 0.002 0
Si 31.254 -4.05 16.195 -0.02 0.011 0.002
Si 33.961 -1.314 16.214 0.001 -0.01 -0.017
Si 36.742 1.396 16.332 0.005 0.02 0
Si 34.013 4.133 16.284 0.032 0.015 0
Si 36.718 6.757 16.367 -0.012 0.007 0.001
Si 33.978 9.551 16.255 -0.008 0.009 0.002
Si 36.708 -4.114 16.344 -0.007 0.005 -0.017
Si -25.895 -1.369 16.451 -0.002 0.033 0.021
Si -23.178 1.326 16.567 0.011 0.01 0.001
Si -25.844 4.073 16.5 0 0.01 0.018
Si -23.175 6.772 16.532 -0.016 0.012 -0.004
Si -25.896 9.481 16.449 -0.019 0.009 -0.005
Si -23.149 -4.108 16.504 0.006 -0.003 0.013
Si -20.484 -1.36 16.58 -0.017 0.012 -0.008
Si -17.744 1.291 16.616 -0.009 0.004 -0.007
Si -20.492 4.016 16.563 -0.013 0 0.001
Si -17.781 6.721 16.608 0 -0.004 0.002
Si -20.487 9.457 16.59 0.002 -0.027 0.002
Si -17.714 -4.121 16.621 0.015 0.02 0.017
Si -14.984 -1.416 16.707 -0.014 0.024 0.015
Si -12.257 1.303 16.729 -0.008 -0.008 0.011
Si -15.007 3.974 16.634 0.016 -0.011 -0.003
Si -12.249 6.727 16.701 0 0.026 0.006
Si -15.007 9.455 16.642 -0.001 0.005 0.002
Si -12.283 -4.127 16.699 -0.014 -0.003 0.011
Si -9.523 -1.394 16.741 0.013 -0.02 0.027
Si -6.795 1.361 16.695 0 0 0.011
Si -9.539 4.053 16.733 -0.008 0.004 0.008
Si -6.834 6.755 16.652 -0.016 -0.016 0.015
Si -9.564 9.472 16.699 -0.003 -0.001 0.02
Si -6.885 -4.143 16.637 0.002 -0.023 -0.001
Si -4.095 -1.34 16.529 0 0.007 -0.002
Si -1.37 1.324 16.417 0.012 -0.02 -0.006
Si -4.116 4.049 16.585 0.007 -0.022 0.01
Si -1.395 6.769 16.482 -0.014 -0.012 0.009
Si -4.135 9.465 16.558 -0.018 -0.012 0.001
Si -1.371 -4.101 16.448 -0.013 0.013 0.014
Si 2.783 -0.09 17.619 0.036 0.029 0.008
Si 5.475 2.701 17.477 -0.039 -0.019 -0.01
Si 2.772 5.418 17.684 0.007 -0.003 0.014
Si 5.475 8.133 17.662 -0.008 0 0.012
Si 2.737 -5.497 17.785 0.044 -0.01 0.069
Si 5.432 -2.723 17.582 0.024 0.005 0.01
Si 8.225 -0.031 17.504 0.044 0.011 0.042
Si 10.882 2.715 17.395 0.003 -0.003 0.021
Si 8.146 5.45 17.54 -0.031 0.027 0.001
Si 10.978 8.172 17.434 -0.024 -0.018 0.039
Si 8.182 10.865 17.513 0.025 0.006 0.01
Si 10.943 -2.697 17.368 -0.01 0.047 0.009
Si 13.613 0.017 17.257 -0.011 0 0.017
Si 16.419 2.825 17.269 -0.055 0.008 -0.007
Si 13.732 5.473 17.325 -0.001 -0.006 -0.032
Si 16.471 8.177 17.378 -0.01 -0.04 0.052
Si 13.668 10.942 17.298 0.021 0 0.01
Si 16.491 -2.636 17.32 0.033 -0.005 0.034
Si 19.137 0.068 17.269 0.011 -0.006 0.023
Si 21.917 2.878 17.364 -0.013 -0.012 0.01
Si 19.16 5.586 17.308 -0.054 0.012 -0.035
Si 21.892 8.267 17.477 0.008 -0.047 0.011
Si 19.187 10.999 17.292 -0.048 0.056 0.026
Si 21.877 -2.601 17.284 -0.035 0.001 0.042
Si 24.614 0.107 17.448 -0.021 -0.033 0.035
Si 27.216 2.739 17.596 -0.013 -0.01 -0.005
Si 24.528 5.458 17.487 0.026 -0.011 0.038
Si 27.304 8.241 17.437 0.027 -0.019 -0.009
Si 24.635 10.976 17.335 0.013 0.016 -0.008
Si 27.275 -2.626 17.468 -0.015 -0.006 0.003
Si 29.882 0.079 17.595 -0.013 0.005 0.011
Si 32.614 2.769 17.561 -0.004 -0.01 -0.011
Si 29.854 5.498 17.574 -0.045 -0.029 0.035
Si 32.619 8.174 17.579 0.001 -0.023 -0.005
Si 29.898 10.937 17.599 0.006 -0.01 0.081
Si 32.52 -2.61 17.533 0.027 0.058 -0.003
Si 35.316 0.035 17.571 -0.024 -0.031 -0.019
Si 38.064 2.69 17.822 0.012 -0.032 0.021
Si 35.321 5.466 17.751 -0.035 0.018 0.021
Si 38.031 8.083 17.791 0.003 -0.003 0.053
Si 35.295 10.884 17.675 0.056 -0.025 0.038
Si 38.008 -2.752 17.759 -0.034 -0.046 0.038
Si -24.584 -0.031 17.901 0.013 -0.03 -0.009
Si -21.819 2.664 17.968 -0.012 0.005 0.013
Si -24.525 5.452 17.926 0.009 0.026 0.015
Si -21.873 8.109 17.976 0.003 0.022 -0.011
Si -24.498 10.799 17.807 0.007 -0.011 0.006
Si -21.892 -2.681 17.917 -0.018 0.017 0.016
Si -19.114 -0.048 17.988 -0.008 0.023 0.008
Si -16.414 2.649 17.991 0.031 -0.012 0.022
Si -19.192 5.377 17.958 0.019 -0.012 0.006
Si -16.385 8.057 17.941 -0.027 0.045 0.016
Si -19.1 10.814 17.913 -0.001 -0.022 0.019
Si -16.362 -2.789 18.048 0.018 -0.017 0.01
Si -13.603 -0.075 18.101 0.004 0.002 0.033
Si -10.896 2.675 18.104 0.029 0.008 -0.014
Si -13.574 5.258 17.987 0.012 -0.046 -0.033
Si -10.876 8.082 18.085 0.016 -0.029 0.01
Si -13.655 10.806 18.031 0.01 -0.011 0.009
Si -10.887 -2.805 18.078 0.024 0.009 -0.002
Si -8.149 0.018 18.087 0.007 0.015 0.038
Si -5.371 2.682 18.063 0.014 0.017 0.021
Si -8.137 5.399 18.088 -0.024 0.01 0.024
Si -5.485 8.131 17.992 0.031 0.017 0.012
Si -8.232 -5.488 18.096 -0.013 0.047 -0.022
Si -5.474 -2.719 17.835 -0.017 0.019 -0.03
Si -2.691 0.011 17.864 -0.019 -0.006 -0.012
Si 0.02 2.698 17.682 -0.018 -0.009 0.013
Si -2.757 5.432 17.892 0.014 0.016 0.038
Si 0.005 -8.167 17.749 -0.005 0.012 0.013
Si -2.686 -5.511 17.807 0.011 0.007 0.002
Si 0.006 -2.723 17.76 0.022 0.021 0.009
Si 1.467 1.328 18.902 -0.009 0.005 -0.023
Si 4.215 4.019 18.927 0.033 -0.023 -0.032
Si 1.391 6.778 19.03 0.011 0.019 -0.012
Si 4.117 -6.932 19.125 -0.034 0.001 -0.028
Si 1.331 -4.106 19.104 -0.002 -0.01 -0.037
Si 4.066 -1.47 19.046 -0.031 -0.011 -0.024
Si 6.788 1.309 18.792 -0.014 0.005 -0.048
Si 9.515 4.038 18.789 0.031 -0.031 -0.04
Si 6.837 6.775 19.026 0.013 0.01 -0.016
Si 9.597 9.501 18.802 -0.02 -0.02 -0.04
Si 6.81 -4.087 18.866 -0.012 -0.017 -0.012
Si 9.636 -1.409 18.824 0.008 0.01 -0.033
Si 12.207 1.263 18.657 -0.03 -0.055 -0.037
Si 15.124 4.173 18.679 0.044 0.03 -0.009
Si 12.412 6.794 18.709 -0.005 0.022 -0.008
Si 15.06 9.601 18.586 -0.027 -0.014 -0.019
Si 12.344 -4.016 18.677 0.023 -0.01 0.001
Si 15.04 -1.277 18.554 0.002 -0.005 -0.018
Si 17.77 1.45 18.559 -0.009 -0.004 -0.021
Si 20.582 4.337 18.645 0.031 0.016 -0.001
Si 17.836 6.808 18.803 -0.031 -0.028 0.033
Si 20.507 9.745 18.733 0.013 -0.04 0.028
Si 17.956 -3.905 18.692 0.038 0.058 0.003
Si 20.471 -1.289 18.636 -0.032 -0.028 -0.01
Si 23.295 1.565 18.74 0.05 0.056 -0.031
Si 25.776 4.046 18.934 -0.039 -0.044 -0.007
Si 23.256 6.865 18.87 -0.075 0.05 -0.016
Si 26.032 9.702 18.724 0.032 0.039 -0.029
Si 23.353 -3.865 18.584 0.032 0.036 -0.064
Si 25.959 -1.26 18.854 0.012 -0.015 -0.032
Si 28.531 1.393 19.045 -0.004 -0.005 0.032
Si 31.172 4.068 18.882 0.021 -0.024 -0.014
Si 28.489 6.896 18.949 0.017 0.022 -0.022
Si 31.207 9.463 18.922 -0.051 -0.009 -0.02
Si 28.558 -3.916 18.947 -0.026 0.016 -0.036
Si 31.213 -1.247 18.986 0.027 -0.042 0.005
Si 33.998 1.43 18.901 0.008 0.01 0.005
Si 36.702 4.099 19.113 -0.002 0.031 -0.008
Si 33.92 6.892 19.06 0.07 0.023 -0.009
Si 36.544 9.387 19.055 -0.094 -0.023 -0.014
Si 33.862 -3.949 18.846 0.031 0 0.014
Si 36.524 -1.363 18.992 -0.029 -0.025 0.007
Si 39.335 1.296 19.297 -0.025 -0.004 0.014
Si -23.189 4.056 19.298 -0.002 0.017 -0.012
Si 39.422 6.86 19.314 0.016 0.043 -0.03
Si -23.261 9.469 19.339 -0.034 -0.018 -0.003
Si 39.447 -4.117 19.078 -0.006 0.063 -0.021
Si -23.3 -1.366 19.365 0.01 -0.048 -0.011
Si -20.47 1.3 19.38 0.013 0.01 -0.012
Si -17.879 3.971 19.302 -0.02 -0.005 -0.038
Si -20.551 6.722 19.36 0.009 -0.007 0.002
Si -17.756 9.425 19.291 0.027 -0.01 -0.044
Si -20.472 -4.057 19.16 0.034 0.006 -0.034
Si -17.759 -1.41 19.362 -0.008 0.002 0.011
Si -15.02 1.332 19.374 0.005 0.003 -0.034
Si -12.241 3.992 19.526 -0.017 0.026 0.034
Si -15.036 6.57 19.19 -0.025 -0.028 -0.033
Si -12.301 9.429 19.39 0.016 0.007 -0.014
Si -15.007 -4.177 19.426 -0.002 -0.02 0.021
Si -12.185 -1.449 19.475 -0.038 0.041 -0.003
Si -9.503 1.395 19.509 0.024 -0.013 0.006
Si -6.712 4.064 19.441 0.009 -0.009 -0.009
Si -9.494 6.736 19.501 -0.008 0.038 -0.034
Si -6.862 9.441 19.416 -0.025 -0.049 -0.001
Si -9.603 -4.165 19.537 -0.029 -0.017 0.008
Si -6.721 -1.4 19.32 0.015 -0.04 -0.022
Si -3.93 1.305 19.395 -0.011 0.047 0.014
Si -1.363 3.972 19.094 -0.002 -0.061 -0.043
Si -4.073 6.811 19.334 -0.001 -0.017 -0.006
Si -1.337 -6.877 19.192 -0.017 -0.013 -0.005
Si -4.056 -4.095 19.048 -0.02 0.037 -0.004
Si -1.292 -1.334 19.162 0.028 -0.013 -0.001
Si 0.136 0.114 20.364 -0.013 -0.031 0.059
Si 2.87 2.635 20.233 0.024 -0.037 0.019
Si 0.032 5.364 20.284 -0.016 0.032 0.04
Si 2.731 7.966 20.538 0.038 0.072 0.061
Si 0.047 -5.51 20.494 0.012 0.025 0.064
Si 2.645 -2.78 20.507 0.015 0.065 0.045
Si 5.51 -0.046 20.229 -0.01 0.017 0.048
Si 8.148 2.629 20.126 0.007 0.037 0.089
Si 5.491 5.339 20.388 0.061 0.034 0.087
Si 8.3 8.146 20.291 0.026 -0.034 0.043
Si 5.493 -5.411 20.308 -0.066 -0.003 0.024
Si 8.269 -2.784 20.158 0.016 0.019 0.049
Si 10.974 -0.06 20.236 0.031 -0.002 0.071
Si 13.684 2.67 19.727 0.056 -0.009 0.004
Si 10.965 5.417 19.991 -0.025 -0.003 0.024
Si 13.829 8.203 20.008 0.004 -0.042 -0.006
Si 11.023 10.935 20.016 -0.013 0.006 0.032
Si 13.738 -2.639 19.954 -0.004 0.018 0.081
Si 16.347 0.147 19.874 -0.037 0.006 -0.021
Si 19.238 2.824 19.729 -0.011 -0.049 0.046
Si 16.495 5.381 20.227 0 -0.059 0.099
Si 19.11 8.363 20.09 0.007 -0.03 0.034
Si 16.451 11.037 19.787 -0.031 0.008 0.015
Si 19.229 -2.506 20.237 -0.073 -0.003 0.036
Si 21.938 0.062 19.806 -0.028 -0.01 0.023
Si 24.428 2.789 20.473 0 0.045 0.059
Si 21.766 5.61 20.296 -0.035 0.14 0.001
Si 24.779 8.314 20.029 -0.017 -0.072 0.046
Si 21.937 11.29 19.911 -0.081 -0.039 0.064
Si 24.624 -2.658 20.158 0.053 -0.045 0.106
Si 27.119 0.066 20.43 0.019 -0.022 0.059
Si 29.915 2.736 20.394 0.029 -0.057 0.01
Si 27.089 5.448 20.215 0.029 0.013 0.066
Si 29.808 8.23 20.417 -0.013 0.043 0.043
Si 27.168 11.045 20.295 0.017 0.049 0.094
Si 29.831 -2.515 20.406 -0.019 -0.015 0.084
Si 32.588 0.167 20.26 -0.011 -0.009 0.058
Si 35.328 2.702 20.371 0.012 -0.05 0.051
Si 32.429 5.519 20.189 0.009 0.037 0.037
Si 35.172 8.159 20.65 0.018 -0.018 0.074
Si 32.556 10.943 20.094 -0.068 -0.021 0.032
Si 35.002 -2.563 20.355 -0.06 0.145 0.014
Si 37.853 -0.163 20.49 0.033 0.052 0.073
Si 40.72 2.695 20.651 -0.004 0.001 0.026
Si 38.013 5.431 20.551 0.052 -0.028 0.034
Si 40.694 8.227 20.918 -0.012 -0.043 0.05
Si 38.003 10.788 20.186 0.03 -0.037 0.011
Si 40.6 -2.823 20.703 0.037 0.033 0.023
Si -21.87 -0.029 20.735 -0.022 -0.014 0.027
Si -19.16 2.671 20.821 0.006 -0.004 0.043
Si -21.886 5.382 20.799 -0.005 -0.031 0.04
Si -19.149 8.077 20.655 0.032 0.004 0.064
Si -21.876 10.967 20.474 -0.012 0.033 0.022
Si -19.126 -2.826 20.648 0.009 -0.003 0.035
Si -16.395 -0.043 20.705 0 0.033 0.026
Si -13.705 2.66 20.853 -0.03 -0.022 0.046
Si -16.467 5.304 20.557 -0.003 0.011 0.055
Si -13.668 7.872 20.508 0.051 0.011 0.005
Si -16.396 10.729 20.731 0.006 -0.01 0.04
Si -13.577 -2.864 20.791 0.007 -0.021 0.046
Si -10.854 -0.016 20.876 -0.017 -0.001 0
Si -8.022 2.722 20.875 -0.023 -0.002 0.036
Si -10.811 5.332 20.913 0.037 -0.02 0.042
Si -8.158 8.105 20.952 0.001 -0.016 0.053
Si -11.013 -5.601 20.927 0.012 0.016 0.058
Si -8.16 -2.678 20.716 -0.017 0.014 -0.007
Si -5.2 -0.189 20.708 0.034 -0.055 0.039
Si -2.521 2.704 20.737 -0.035 -0.014 0.086
Si -5.357 5.468 20.796 -0.007 0.004 0.05
Si -2.655 -8.178 20.676 0.012 -0.02 0.046
Si -5.386 -5.401 20.453 -0.008 -0.018 0.019
Si -2.624 -2.827 20.39 0.022 -0.013 0.047
Si 1.586 -1.033 21.768 -0.321 -0.379 -0.684
Si 3.964 1.061 21.587 0.207 0.237 -0.69
Si 1.485 4.004 21.475 -0.011 0.002 -0.434
Si 3.74 6.187 21.774 0.001 0.067 -0.691
Si 1.56 -6.722 21.792 -0.143 -0.27 -0.7
Si 3.785 -4.453 21.681 0.132 0.125 -0.825
Si 7.079 -1.251 21.441 -0.092 -0.121 -0.67
Si 9.226 1.013 21.404 0.265 0.056 -0.82
Si 7.028 4.044 21.637 -0.123 -0.056 -0.779
Si 10.111 7.076 21.394 -0.449 -0.143 -0.742
Si 7.204 -6.475 21.487 -0.044 -0.116 -0.757
Si 9.511 -4.317 21.43 0.123 0.16 -0.684
Si 12.751 -1.118 21.414 -0.312 -0.092 -0.726
Si 14.775 1.28 21.204 0.178 0.078 -0.648
Si 12.403 3.961 21.078 -0.262 -0.014 -0.529
Si 15.481 7.238 21.388 -0.076 -0.237 -0.71
Si 12.259 9.404 21.235 0.253 0.165 -0.733
Si 15.356 -3.794 21.16 -0.142 -0.018 -0.734
Si 17.394 -1.361 21.266 0.341 0.083 -0.716
Si 20.657 1.51 20.988 -0.089 -0.034 -0.726
Si 18.005 3.803 21.398 -0.283 0.043 -0.684
Si 20.864 7.596 21.445 -0.549 -0.655 -0.136
Si 17.54 9.621 21.212 0.032 -0.031 -0.616
Si 21.12 -3.398 21.414 -0.16 0.097 -0.686
Si 23.262 -1.153 21.245 0.086 0.01 -0.482
Si 25.44 1.067 21.807 0.093 0.198 -0.717
Si 22.6 3.886 21.635 0.472 0.217 -0.605
Si 25.892 6.944 21.576 -0.113 -0.054 -0.685
Si 23.131 9.625 20.984 0.422 0.377 -0.502
Si 26.007 -3.778 21.768 -0.261 -0.259 -0.735
Si 28.207 -1.475 21.87 0.347 0.313 -0.762
Si 31.633 1.727 21.726 -0.416 -0.299 -0.737
Si 28.67 4.332 21.523 -0.017 -0.092 -0.701
Si 30.879 6.542 21.666 0.105 0.17 -0.732
Si 28.751 9.992 21.64 -0.166 -0.361 -0.794
Si 31.039 -4.213 21.421 0.096 0.12 -0.858
Si 33.883 -0.93 21.84 -0.086 -0.345 -0.715
Si 36.315 1.042 21.773 0.113 0.109 -0.805
Si 33.7 4.02 21.371 0.203 0.042 -0.828
Si 36.896 6.998 21.887 -0.428 -0.084 -0.746
Si 34.138 10.126 21.622 -0.137 -0.581 -0.628
Si 36.489 -4.12 21.142 0.062 0.071 -0.525
Si 38.676 -1.963 21.821 0.256 0.14 -0.76
Si 42.328 1.639 22.032 -0.029 -0.082 -0.791
Si 39.503 4.24 21.954 -0.106 -0.117 -0.811
Si 41.786 6.432 22.202 0.123 0.363 -0.718
Si 38.884 9.502 21.953 0.44 0.071 -0.663
Si 42.289 -3.911 21.987 -0.212 -0.123 -0.678
Si -20.718 -1.697 21.951 0.138 0.137 -0.772
Si -17.538 1.497 22.087 -0.147 -0.131 -0.737
Si -20.702 3.862 22.224 0.216 0.187 -0.704
Si -17.588 6.835 21.92 -0.207 -0.072 -0.716
Si -20.341 9.785 21.715 0.037 -0.128 -0.745
Si -18.023 -4.442 21.998 0.198 0.176 -0.735
Si -14.827 -1.277 21.93 -0.169 -0.072 -0.779
Si -12.625 0.972 22.116 0.154 0.211 -0.778
Si -15.423 3.817 22.033 0.212 0 -0.806
Si -12.184 6.862 22.065 -0.053 -0.196 -0.744
Si -15.282 8.922 21.772 -0.064 0.256 -0.705
Si -12.363 -4.237 22.339 -0.107 -0.106 -0.761
Si -9.118 -1.023 22.15 -0.189 -0.177 -0.764
Si -6.724 1.039 21.942 0.033 0.184 -0.711
Si -9.094 4.331 22.299 -0.089 -0.126 -0.724
Si -6.85 6.606 22.283 0.123 0.167 -0.744
Si -9.911 9.084 22.269 0.186 0.213 -0.724
Si -6.484 -3.853 21.804 -0.222 -0.171 -0.704
Si -4.017 -1.906 22.001 0.268 0.517 -0.65
Si -0.65 1.741 21.888 -0.247 -0.004 -0.666
Si -3.69 4.324 22.01 -0.143 -0.218 -0.784
Si -1.404 6.436 21.775 -0.091 0.249 -0.722
Si -3.846 -6.457 21.816 0.056 -0.294 -0.676
Si -1.54 -4.357 21.765 0.204 0.017 -0.725
Si 2.178 -4.911 -6.386 -0.023 -0.023 0.042
Si 9.285 5.234 23.533 -0.017 -0.132 -0.193
Si 2.413 6.524 25.898 -0.161 -0.059 0.027
Si 8.92 -6.398 25.564 -0.042 -0.08 0.026
Si 6.265 3.712 24.516 -0.08 0.054 -0.115
Si 3.346 -1.965 -6.607 0.016 0.089 -0.042
Si 10.806 2.592 23.403 0.106 0.073 -0.121
Si 9.379 6.97 25.774 0.015 0.054 0.045
Si 6.171 -6.822 24.406 -0.061 -0.017 -0.028
Si 12.236 -4.28 -4.242 -0.164 0.049 0.002
Si 9.635 -3.823 24.273 0.023 0.084 -0.046
Si 11.326 -2.819 -6.649 0.024 -0.016 -0.002
Si 13.321 -2.564 24.098 0.128 0.022 -0.128
Si 18.714 5.725 23.769 -0.008 0.006 -0.003
Si 13.959 5.486 23.143 0.031 0.029 -0.097
Si 17.346 8.136 24.77 0.012 0.045 -0.2
Si 14.495 8.071 -2.425 0.053 0.041 -0.027
Si 9.709 -5.803 -4.259 -0.073 -0.15 -0.031
Si 14.619 -5.302 -2.55 -0.024 -0.017 0.102
Si 18.402 0.977 22.846 -0.16 0.129 -0.301
Si 17.276 3.755 25.722 0.046 -0.032 0.021
Si 20.878 -4.603 24.278 0.152 0.016 -0.104
Si 18.017 -5.258 23.895 -0.047 -0.084 -0.155
Si 19.425 3.44 -2.259 0.131 0.021 0.052
Si 22.617 -2.312 25.534 -0.052 -0.019 -0.08
Si 23.522 6.677 -4.656 -0.29 -0.005 -0.062
Si 20.772 3.153 -6.259 -0.078 -0.113 -0.091
Si 25.146 -3.745 24.798 0.088 -0.152 -0.041
Si 20.356 -1.431 -6.727 0.031 -0.024 -0.148
Si 26.378 1.009 -4.479 -0.103 -0.082 0.207
Si 29.462 -3.175 -4.985 -0.064 -0.121 -0.067
Si 31.878 -1.794 -6.369 0.098 0.054 -0.029
Si 31.647 6.551 24.597 -0.014 0.007 -0.069
Si -32.26 -4.382 23.587 -0.05 -0.244 -0.106
Si 27.622 -5.374 -2.09 -0.043 -0.028 0.048
Si 32.072 -0.117 24.195 0.099 -0.012 -0.148
Si -27.133 2.313 24.067 0.046 0.117 -0.125
Si -29.138 6.515 24.831 0.233 -0.014 0.057
Si -27.198 -5.28 24.563 0.023 -0.089 -0.145
Si -26.538 6.183 -6.645 0.107 0.106 -0.046
Si -32.47 -6.319 -4.496 -0.035 -0.035 -0.052
Si -28.545 -2.767 -6.084 -0.046 0.063 0.037
Si -26.393 -4.514 -5.158 0.029 -0.038 -0.079
Si -24.458 0.78 24.719 -0.061 0.141 -0.031
Si -29.002 -0.281 -4.429 0.018 0.092 0.088
Si -19.016 8.122 25.642 -0.036 -0.167 0.162
Si -25.752 -7.184 -5.971 0.102 0.1 0.012
Si -23.283 -1.641 25.994 -0.055 -0.106 0.088
Si -18.808 -0.483 24.197 0.099 -0.043 -0.262
Si -16.276 -1.709 -4.152 -0.12 0.008 0.02
Si -19.025 5.432 24.43 -0.038 -0.033 -0.14
Si -16.09 7.373 26.027 0.046 -0.131 0.053
Si -12.147 -7.566 26.388 0.075 -0.07 -0.03
Si -16.581 -2.68 24.169 -0.038 0 -0.101
Si -6.703 -6.151 26.336 0.097 -0.052 -0.059
Si -10.389 6.511 26.321 -0.038 0.009 0.002
Si -14.184 5.732 24.261 -0.01 -0.047 -0.178
Si -14.359 3.573 26.316 -0.109 0.092 -0.055
Si -14.015 -6.157 24.209 0.114 0.164 -0.061
Si -17.231 -7.818 -7.041 0.052 -0.106 0.028
Si -7.254 2.055 25.986 0.061 -0.097 -0.068
Si -1.724 3.001 -4.286 -0.031 -0.094 -0.035
Si -12.447 1.662 25.151 -0.015 -0.016 -0.085
Si -3.16 5.226 -5.237 -0.033 -0.122 0.025
Si -8.594 -4.019 -5.075 -0.025 0.041 0.126
Si -0.196 -0.263 24.163 0.051 0.025 -0.271
Si -1.933 -2.713 24.196 -0.135 -0.106 -0.195
Si 2.252 3.382 26.124 0.102 -0.048 -0.023
Si -1.442 -0.057 -6.896 -0.09 -0.148 -0.056
Si 0.232 7.888 24.021 -0.037 0.075 -0.055
Si -1.941 -6.703 -4.297 0.027 -0.128 -0.126
Si 5.129 6.664 24.594 0.051 -0.1 -0.208
Si 4.119 1.71 24.629 -0.042 -0.047 -0.071
Si 2.727 -8.095 -2.408 -0.056 -0.114 0.023
Si -0.23 5.259 -4.965 -0.034 -0.031 0.123
Si 6.881 -2.425 24.213 -0.042 0.023 -0.037
Si 4.547 -4.257 24.622 0.063 -0.073 -0.07
Si 7.198 -1.002 -2.818 -0.025 0.054 0.029
Si 11.635 3.732 -5.523 -0.03 -0.083 -0.103
Si 14.509 -7.499 25.502 0.092 -0.066 -0.068
Si 7.377 5.617 -4.729 0.003 -0.02 0.074
Si 3.566 3.794 -1.336 -0.133 0.015 0.118
Si 6.665 -7.886 -5.086 -0.067 0.025 -0.038
Si 12.646 1.674 25.57 -0.038 -0.051 -0.097
Si 15.093 2.735 23.994 -0.081 0.051 -0.249
Si 14.25 2.135 -5.31 -0.02 -0.022 -0.046
Si 15.314 -5.84 -6.043 0.068 -0.107 -0.117
Si 13.771 -5.35 23.442 0.023 -0.012 -0.214
Si 10.303 8.149 -2.323 -0.068 0.236 0.18
Si 19.542 2.07 25.277 0.066 0.122 -0.064
Si 14.266 -0.731 -4.668 0.075 0.011 0.054
Si 18.748 4.652 -4.719 0.075 -0.051 0.135
Si 18.18 -6.976 -5.531 -0.065 -0.035 -0.032
Si 25.649 5.811 -2.793 -0.127 -0.163 0.015
Si 20.225 -3.617 -2.961 0.052 0.172 -0.012
Si 15.748 -3.057 -6.259 -0.081 0.068 -0.107
Si 23.552 4.339 -6.588 -0.075 0.026 -0.067
Si 25.521 -4.719 -6.349 -0.035 0.072 0.036
Si 23.404 -6.824 -6.049 0.149 0.073 -0.124
Si -31.52 6.968 -4.85 -0.036 -0.029 -0.048
Si 20.901 -5.471 -5.355 -0.203 0.017 0.04
Si 22.219 -7.221 23.701 -0.147 -0.051 -0.196
Si 25.88 2.636 -7.007 0.084 0.022 -0.175
Si 27.431 2.512 23.829 -0.133 -0.175 -0.089
Si 28.81 2.505 -3.196 -0.148 0.052 0.163
Si 27.294 -7.845 23.687 -0.044 0.01 -0.094
Si 21.278 4.349 24.317 0.038 0.025 -0.112
Si -29.216 3.77 25.847 -0.069 0.098 -0.072
Si -31.342 4.923 24.198 0.035 -0.126 -0.022
Si -27.187 -0.208 -2.155 -0.041 -0.073 0.091
Si -22.795 7.103 25.222 -0.01 -0.186 -0.031
Si -29.63 -3.683 24.557 0.014 -0.062 0.055
Si 31.742 2.397 -3.099 0.041 0.022 0.095
Si -31.699 -4.854 26.244 0.012 0.047 -0.001
Si -21.103 -6.804 24.447 -0.132 -0.032 -0.083
Si -24.678 0.557 -6.166 0.046 -0.039 0.17
Si -29.318 7.039 -7.052 -0.089 0.145 -0.01
Si -16.695 7.024 -2.415 0.151 -0.122 0.007
Si -22.549 -4.156 -3.163 -0.015 0.175 0.032
Si -31.116 -3.615 -5.036 -0.19 0.076 0.171
Si -20.668 2.827 -4.323 -0.032 -0.061 0.111
Si -22.915 -1.37 -4.374 -0.041 0.011 -0.039
Si -22.892 -4.525 24.905 -0.163 -0.062 -0.078
Si -25.9 5.886 -1.659 0.04 0.116 0.165
Si -21.811 -2.367 -6.832 0.105 -0.068 -0.002
Si -20.734 -4.841 -5.539 0.023 -0.113 0.091
Si -13.787 -1.791 -5.943 -0.053 -0.02 0.028
Si -12.215 4.743 -4.223 0.048 -0.04 0.073
Si -18.499 3.001 -6.616 -0.08 0.024 -0.065
Si -7.427 -3.737 24.647 0.048 0.069 -0.008
Si -14.136 7.059 -4.003 -0.07 -0.09 0.097
Si -13.152 -4.666 -6.529 0.051 -0.041 0.082
Si -10.237 -2.842 24.294 -0.013 -0.021 -0.16
Si -5.091 -7.908 24.245 -0.173 -0.089 -0.016
Si -8.639 -7.425 -4.183 -0.061 0.1 -0.007
Si -4.928 6.227 -2.796 0.086 -0.032 0.078
Si -9.424 -7.311 25.323 -0.099 0.005 -0.211
Si -5.01 2.52 24.183 0.069 0.064 -0.06
Si -5.57 -2.407 -5.928 -0.015 -0.054 0.065
Si -0.688 0.051 -4.084 0.088 0.044 0.006
Si -2.455 -7.941 25.647 0.079 0.016 0.015
Si -4.678 -6.871 -2.751 -0.012 -0.078 -0.024
Si -3.71 -6.57 -6.925 0.266 0.072 0.022
Si -5.806 -5.232 -5.127 0.079 0.114 0.078
Si 2.264 0.388 -4.947 -0.047 0.015 0.05
Si 5.27 0.821 -4.289 -0.059 0.018 0.015
Si -0.272 7.368 -2.843 -0.073 0.093 0.044
Si 4.059 -6.818 -4.65 0.007 -0.017 0.073
Si 2.076 -5.332 -1.714 -0.132 0.084 0.093
Si 0.293 -4.534 -4.126 0.028 -0.073 0.083
Si 8.679 -4.118 -6.511 -0.039 -0.09 -0.015
Si 12.467 6.638 25.379 -0.049 0.049 -0.02
Si 10.285 5.489 -3.649 -0.04 -0.028 0.096
Si 6.252 -6.032 -2.842 -0.074 -0.109 0.052
Si 8.15 -3.716 -2.561 -0.05 -0.019 0.049
Si 6.87 0.847 -6.973 -0.043 -0.036 0.076
Si 9.784 0.329 -3.349 0.001 0.206 0.072
Si 10.387 2.93 -1.949 0.051 -0.001 0.172
Si 5.863 3.524 -2.883 -0.142 0.203 0.153
Si 11.937 -1.783 -2.82 0.179 0.058 0.072
Si 16.229 -2.976 24.869 0.019 -0.028 0.042
Si 6.354 -2.188 -7.02 0.034 -0.041 0.032
Si 15.655 1.23 -2.934 -0.038 -0.013 0.079
Si 17.049 6.603 -5.978 0.021 0.116 0.065
Si 14.221 7.859 -5.216 -0.038 -0.1 -0.026
Si 20.805 5.919 -3.085 0.145 -0.031 0.144
Si 9.729 1.584 -6.026 0.003 -0.006 0.02
Si 18.201 -0.199 -3.105 0.032 -0.075 0.086
Si 21.854 -0.897 -2.302 -0.074 -0.04 0.042
Si 26.688 -1.953 -5.781 -0.021 0.185 -0.048
Si 29.687 -2.975 -2.032 0.008 0.03 0.067
Si 24.642 7.498 24.193 -0.067 0.035 -0.195
Si 17.081 -6.905 -2.75 -0.117 -0.027 0.075
Si 18.306 -2.512 -4.818 -0.091 0.048 0.086
Si 24.925 2.756 -2.402 -0.251 -0.123 -0.028
Si 28.403 5.462 -3.281 0.194 -0.115 0.22
Si 20.991 0.491 -4.609 -0.143 -0.008 -0.076
Si 31.67 6.949 -6.905 -0.011 -0.067 -0.004
Si -32.354 5.209 -2.407 -0.025 -0.043 0.143
Si 28.976 7.341 -5.421 -0.152 -0.022 0.053
Si 29.041 -0.011 24.623 -0.032 0.029 0.007
Si -31.788 0.648 -5.105 -0.063 -0.088 -0.099
Si -27.055 -2.299 24.687 -0.049 -0.138 -0.184
Si -25.63 4.371 -4.291 0.054 -0.046 0.143
Si 28.921 6.999 25.986 0.032 0.031 0.124
Si 28.038 -5.873 -5.089 0.147 -0.058 0.043
Si -32.226 -5.622 -1.79 0.048 -0.064 -0.003
Si -21.355 0.399 -2.322 0.265 0.031 0.138
Si -23.314 3.271 -5.959 -0.162 0.138 -0.003
Si -21.09 5.206 -2.165 -0.101 -0.104 0.039
Si -30.318 -3.165 -2.118 0.104 -0.104 0.043
Si -26.828 1.641 -4.282 -0.018 0.043 0.016
Si -24.891 -6.118 -3.3 -0.228 -0.111 0.061
Si -14.283 2.436 -4.425 -0.037 0.022 0.129
Si -17.926 -3.767 -4.868 -0.155 0.067 -0.063
Si -20.06 -7.748 -5.895 -0.105 -0.181 -0.034
Si -15.022 -6.874 -2.455 0.033 -0.147 -0.017
Si -16.164 -5.239 -6.758 -0.007 0.039 -0.04
Si -15.054 -0.348 -2.057 -0.034 0.098 0.029
Si -15.706 2.408 -1.855 -0.068 0.18 0.166
Si -8.245 -4.704 -2.44 0.158 -0.08 0.073
Si -9.969 3.522 25.265 0.088 0.014 -0.203
Si -16.398 -4.293 -2.659 -0.057 0.063 0.196
Si -12.703 -0.148 -3.727 -0.168 -0.01 0.037
Si -11.076 -5.908 -4.638 0.058 -0.009 -0.001
Si -10.572 0.045 -1.711 -0.152 0.082 0.215
Si -19.624 7.764 -2.929 0.116 0.037 0.199
Si -11.026 -5.368 -1.656 0.062 -0.129 0.032
Si -9.699 3.921 -2.599 -0.083 -0.016 0.132
Si -6.736 -0.957 25.902 -0.041 -0.023 0.005
Si -6.724 0.14 -5.092 0.082 0.023 -0.075
Si -7.955 1.452 -2.541 -0.068 0.022 0.003
Si -1.715 3.434 -1.329 0.279 0.017 0.136
Si -4.47 -0.025 -6.972 -0.102 0.043 0.045
Si -7.753 6.275 -2.7 0.081 -0.003 0.116
Si -0.368 -2.249 -2.292 0.047 -0.11 0.192
Si 1.177 -1.275 5.643 0.002 0.016 0.009
Si 3.931 1.425 5.539 0.007 -0.022 0.006
Si 1.142 4.136 5.564 -0.008 0.011 -0.015
Si 3.878 6.848 5.52 -0.001 0.002 -0.006
Si 1.128 9.588 5.573 0.011 0 0.01
Si 3.887 12.301 5.506 -0.024 -0.024 -0.031
Si 6.644 -1.34 5.465 -0.011 -0.005 0.001
Si 9.446 1.409 5.416 0.033 -0.019 -0.014
Si 6.591 4.158 5.459 -0.028 -0.012 -0.009
Si 9.383 6.863 5.387 -0.019 -0.006 -0.005
Si 6.648 9.573 5.469 0.008 -0.003 0.01
Si 9.4 12.286 5.378 0.01 -0.027 -0.002
Si 12.194 -1.361 5.301 -0.005 0.002 -0.018
Si 14.992 1.348 5.322 0.029 -0.017 0.018
Si 12.14 4.137 5.326 -0.006 -0.008 -0.039
Si 14.963 6.811 5.281 0.022 -0.003 -0.006
Si 12.149 9.561 5.312 -0.024 0.016 -0.017
Si 14.972 12.26 5.224 0.031 -0.01 -0.008
Si 17.74 -1.345 5.196 -0.014 -0.008 -0.01
Si 20.5 1.33 5.184 0.017 -0.015 -0.021
Si 17.721 4.082 5.25 -0.024 0.006 -0.003
Si 20.474 6.747 5.276 -0.032 -0.03 0.011
Si 17.67 9.566 5.246 -0.027 0.02 -0.014
Si 20.472 12.241 5.228 0.003 -0.006 -0.003
Si 23.236 -1.349 5.229 0.011 -0.005 0.001
Si 26 1.35 5.186 0 -0.006 -0.009
Si 23.244 4.014 5.216 0.025 -0.017 -0.009
Si 26.004 6.764 5.258 -0.001 0.008 0.005
Si 23.254 9.485 5.246 -0.008 -0.003 0.001
Si 25.971 12.227 5.292 -0.008 -0.009 0.01
Si 28.723 -1.357 5.238 0.023 0.014 -0.021
Si 31.458 1.342 5.327 0.001 -0.008 0.007
Si 28.743 4.058 5.256 0.01 0.001 -0.005
Si 31.47 6.745 5.246 0.005 0.008 -0.013
Si 28.778 9.453 5.231 -0.009 -0.029 -0.029
Si 31.471 12.2 5.261 0.026 0.01 -0.014
Si 34.184 -1.421 5.319 0.008 0.015 -0.019
Si -28.36 1.306 5.401 -0.001 0.019 -0.006
Si 34.184 4.054 5.352 -0.01 0 0
Si -28.373 6.774 5.376 -0.005 0.021 0.005
Si 34.215 9.457 5.301 0.015 0.006 -0.016
Si -28.344 12.183 5.37 0.018 0.021 -0.01
Si -25.648 -1.462 5.431 0.017 -0.002 -0.01
Si -22.979 1.287 5.541 0.017 0.025 0.004
Si -25.675 4.05 5.456 0.002 -0.009 -0.002
Si -22.982 6.806 5.499 -0.002 0.034 -0.018
Si -25.63 9.476 5.387 -0.023 -0.02 0.012
Si -22.98 12.163 5.395 -0.01 -0.026 -0.032
Si -20.343 -1.432 5.559 0.027 0.007 -0.023
Si -17.645 1.303 5.726 0.024 0.013 0.002
Si -20.292 4.037 5.626 0.015 0.004 0.003
Si -17.714 6.821 5.663 -0.036 0 -0.034
Si -20.328 9.512 5.477 0.008 0.026 -0.024
Si -17.689 12.227 5.64 0.001 0.031 0.002
Si -14.967 -1.422 5.765 -0.013 0.012 0.005
Si -12.242 1.331 5.802 -0.014 -0.027 -0.003
Si -14.947 4.037 5.853 0.023 0.006 0.004
Si -12.274 6.784 5.892 -0.009 0.006 0.026
Si -15.017 9.483 5.793 0.005 -0.004 0
Si -12.298 12.268 5.834 -0.021 -0.004 -0.009
Si -9.596 -1.328 5.785 -0.003 -0.011 -0.005
Si -6.879 1.394 5.708 -0.02 -0.013 0.003
Si -9.564 4.046 5.791 0.002 -0.04 0.006
Si -6.861 6.813 5.719 0.014 0.007 -0.009
Si -9.539 9.517 5.858 -0.015 -0.007 0.026
Si -6.899 12.287 5.709 -0.025 -0.004 -0.009
Si -4.259 -1.267 5.634 0.01 0.007 -0.003
Si -1.539 1.471 5.599 0.009 0.005 -0.011
Si -4.229 4.175 5.641 -0.021 0.016 -0.02
Si -1.594 6.909 5.576 0.014 0.032 -0.019
Si -4.279 -6.727 5.694 -0.012 -0.021 -0.001
Si -1.591 -3.99 5.659 -0.02 0.005 -0.022
Si 2.579 0.081 6.927 -0.01 -0.006 0.003
Si 5.303 2.78 6.86 -0.002 0.002 0.013
Si 2.548 5.474 6.891 0.038 0.002 0
Si 5.279 8.216 6.826 -0.01 0.011 -0.001
Si 2.541 10.937 6.882 -0.003 -0.006 0.003
Si 5.291 -2.686 6.839 0.018 0.025 -0.002
Si 8.058 0.04 6.753 -0.01 0.003 -0.005
Si 10.831 2.767 6.725 -0.009 -0.006 0.012
Si 8.03 5.498 6.754 0.014 0.009 -0.004
Si 10.797 8.215 6.696 -0.005 -0.005 0.005
Si 8.069 10.916 6.765 0.003 -0.005 -0.001
Si 10.82 -2.69 6.686 -0.008 0.006 -0.003
Si 13.58 0.004 6.642 0.025 0.016 -0.005
Si 16.368 2.732 6.626 -0.003 -0.02 0.015
Si 13.566 5.478 6.638 0.003 0.009 0
Si 16.327 8.193 6.611 0.008 0.004 0.005
Si 13.58 10.92 6.605 0.006 -0.004 -0.012
Si 16.359 -2.698 6.563 0.001 0.003 0.004
Si 19.111 0.01 6.556 -0.012 0.012 0.005
Si 21.865 2.68 6.566 -0.005 0.001 0
Si 19.083 5.431 6.618 -0.001 0.016 0.01
Si 21.863 8.138 6.584 0.014 -0.014 -0.006
Si 19.083 10.908 6.58 -0.041 0.012 0
Si 21.859 -2.716 6.568 0.009 0.001 -0.002
Si 24.619 0.014 6.563 -0.021 -0.006 -0.003
Si 27.348 2.703 6.581 0.017 0.001 -0.006
Si 24.607 5.404 6.571 -0.01 0.005 -0.003
Si 27.371 8.141 6.597 -0.013 0.004 -0.004
Si 24.597 10.862 6.611 -0.004 0.012 0.007
Si 27.358 -2.715 6.603 -0.042 0.004 0
Si 30.069 -0.019 6.64 0.005 0.014 0.008
Si 32.814 2.696 6.697 0.008 -0.013 0.005
Si 30.097 5.418 6.626 -0.014 -0.016 0.002
Si 32.812 8.116 6.64 -0.01 0.011 -0.006
Si 30.104 10.837 6.612 0.008 -0.006 -0.001
Si 32.809 -2.768 6.666 -0.011 -0.007 0.002
Si -29.762 -0.049 6.72 -0.005 -0.005 -0.002
Si -27.05 2.684 6.799 -0.018 0.001 -0.006
Si -29.753 5.418 6.729 -0.018 -0.007 -0.01
Si -27.026 8.133 6.753 0.002 -0.002 -0.003
Si -29.739 10.827 6.702 0.004 -0.004 -0.006
Si -27.038 -2.784 6.789 0.003 -0.012 0.008
Si -24.358 -0.082 6.857 -0.006 -0.016 0.001
Si -21.682 2.673 6.943 -0.003 -0.004 -0.003
Si -24.346 5.417 6.844 -0.011 -0.016 -0.008
Si -21.663 8.16 6.894 0.004 -0.019 -0.011
Si -24.338 10.84 6.808 -0.005 -0.005 -0.003
Si -21.707 -2.802 6.881 -0.004 -0.001 -0.002
Si -19.021 -0.089 7.007 0.021 -0.007 -0.002
Si -16.334 2.666 7.138 -0.014 0.018 0.001
Si -19.003 5.41 7.032 0.009 -0.004 -0.004
Si -16.37 8.117 7.111 -0.008 0.011 -0.003
Si -19.039 10.841 6.963 -0.005 0.003 -0.009
Si -16.347 -2.777 7.08 0.013 -0.016 -0.009
Si -13.616 -0.046 7.129 0.019 -0.017 -0.024
Si -10.911 2.696 7.166 -0.004 0.018 -0.012
Si -13.62 5.403 7.215 0.008 -0.012 -0.003
Si -10.909 8.158 7.202 0.011 -0.018 -0.001
Si -13.655 10.86 7.142 0.004 0.008 -0.014
Si -10.937 -2.69 7.167 -0.021 0.022 -0.012
Si -8.223 0.035 7.106 0.001 0.008 -0.019
Si -5.531 2.773 7.037 0.028 -0.031 -0.005
Si -8.221 5.455 7.103 -0.011 0.02 -0.023
Si -5.551 8.192 7.087 0.02 0.002 0.006
Si -8.204 10.93 7.145 0.015 -0.022 -0.008
Si -5.553 -2.657 7.047 0 -0.003 -0.013
Si -2.864 0.071 6.975 0.012 0.011 -0.017
Si -0.172 2.791 6.967 -0.01 -0.014 0
Si -2.883 5.534 6.995 -0.027 0.02 -0.003
Si -0.192 8.211 6.944 0.026 0.003 -0.006
Si -2.896 -5.381 7.03 0.004 0.011 -0.001
Si -0.177 -2.659 6.98 0.025 -0.003 -0.004
Si 1.211 1.417 8.289 0.012 0.011 0.003
Si 3.936 4.118 8.223 -0.012 -0.03 0.005
Si 1.203 6.836 8.26 -0.019 -0.005 -0.007
Si 3.929 9.561 8.199 -0.009 -0.004 0.001
Si 1.208 -4.041 8.28 -0.004 -0.007 0
Si 3.956 -1.322 8.216 0 0.01 0
Si 6.708 1.393 8.138 0.007 0.01 -0.002
Si 9.437 4.122 8.061 -0.001 -0.02 0.002
Si 6.684 6.849 8.136 0.004 -0.004 -0.003
Si 9.453 9.554 8.083 0.017 0.02 0.015
Si 6.697 -4.058 8.132 -0.018 -0.032 -0.002
Si 9.456 -1.334 8.058 0.019 0.01 -0.007
Si 12.23 1.382 8.011 -0.006 -0.007 0.002
Si 14.969 4.105 7.952 -0.003 -0.023 -0.013
Si 12.204 6.842 8 0.005 0 -0.008
Si 14.953 9.556 7.955 0.005 -0.011 0.001
Si 12.218 -4.058 7.994 -0.007 -0.006 0.008
Si 14.987 -1.352 7.948 -0.01 -0.001 0
Si 17.758 1.371 7.94 0.011 0.012 0.012
Si 20.495 4.068 7.916 -0.014 -0.003 -0.008
Si 17.722 6.831 7.941 0.004 -0.013 0
Si 20.48 9.533 7.904 0.002 0.002 -0.014
Si 17.727 -4.044 7.93 0.004 -0.009 0.013
Si 20.49 -1.341 7.91 -0.007 -0.001 -0.003
Si 23.248 1.36 7.927 0.011 0.017 0.014
Si 25.983 4.072 7.934 -0.002 -0.009 0.006
Si 23.249 6.791 7.922 0.001 0.011 -0.006
Si 25.993 9.513 7.94 0.011 0.014 0.002
Si 23.226 -4.07 7.927 -0.013 -0.018 0.004
Si 25.975 -1.349 7.932 0.009 -0.002 0.005
Si 28.702 1.36 7.969 -0.03 -0.023 0.004
Si 31.437 4.071 8.02 0.002 -0.009 0.011
Si 28.723 6.789 7.969 0.021 0.012 0
Si 31.452 9.492 7.998 0.015 0.026 -0.003
Si 28.724 -4.094 7.947 0.008 0 -0.009
Si 31.437 -1.38 8 0.008 -0.001 -0.002
Si -31.123 1.332 8.07 -0.005 0.007 -0.005
Si -28.432 4.052 8.13 -0.005 -0.007 0.003
Si -31.134 6.784 8.06 -0.001 -0.01 0.003
Si -28.403 9.489 8.109 0.003 0.007 -0.001
Si -31.117 -4.117 8.046 0.003 0.01 -0.006
Si -28.419 -1.4 8.117 0.019 0.01 -0.009
Si -25.723 1.314 8.189 0.02 0.031 -0.005
Si -23.044 4.053 8.269 0.01 0.012 0.002
Si -25.728 6.773 8.181 -0.013 0 -0.002
Si -23.035 9.501 8.251 0.01 0.024 0.003
Si -25.711 -4.134 8.185 -0.007 0.011 0.007
Si -23.043 -1.431 8.263 -0.026 -0.009 0.004
Si -20.364 1.307 8.345 0.004 0.006 -0.01
Si -17.682 4.06 8.45 0.021 0.008 -0.007
Si -20.378 6.787 8.338 0.002 -0.004 -0.001
Si -17.718 9.508 8.416 0.004 -0.011 0.002
Si -20.381 -4.119 8.324 0.007 -0.002 0.009
Si -17.687 -1.406 8.428 0.005 -0.003 0.009
Si -14.971 1.312 8.491 -0.001 0.018 -0.007
Si -12.259 4.043 8.544 0.007 0.026 0.002
Si -15.013 6.772 8.506 -0.012 -0.026 -0.012
Si -12.295 9.514 8.52 0.005 -0.003 -0.012
Si -15.009 -4.112 8.487 -0.005 0.001 -0.002
Si -12.289 -1.37 8.537 -0.007 -0.008 0.017
Si -9.569 1.345 8.516 -0.016 -0.011 0.01
Si -6.877 4.088 8.45 -0.002 0.001 0.002
Si -9.562 6.777 8.521 -0.011 0.016 0.005
Si -6.881 9.536 8.482 -0.019 -0.001 0
Si -9.584 -4.065 8.506 0.005 -0.002 -0.006
Si -6.892 -1.343 8.457 -0.019 -0.002 0.007
Si -4.194 1.396 8.388 -0.003 0.005 0.005
Si -1.517 4.146 8.33 0.015 -0.006 -0.012
Si -4.195 6.84 8.428 0.003 0.005 0.013
Si -1.515 -6.761 8.342 -0.009 -0.012 0.001
Si -4.218 -4.032 8.414 0.017 0 0.008
Si -1.515 -1.302 8.341 0.005 -0.001 -0.009
Si -0.121 0.042 9.664 0.008 0.012 -0.003
Si 2.602 2.761 9.61 -0.009 0.008 0.015
Si -0.124 5.483 9.662 0.006 0.004 0.003
Si 2.596 8.191 9.58 0.007 0.01 0.001
Si -0.126 -5.409 9.662 0.019 -0.006 -0.008
Si 2.609 -2.686 9.588 -0.002 0.004 -0.004
Si 5.356 0.034 9.517 0.002 -0.003 -0.004
Si 8.097 2.76 9.442 0.007 -0.01 0.007
Si 5.342 5.484 9.516 -0.002 0.001 -0.003
Si 8.09 8.197 9.449 0.006 0.013 -0.002
Si 5.342 -5.412 9.505 0.006 0.005 0
Si 8.1 -2.694 9.435 0 0.013 -0.005
Si 10.85 0.032 9.369 -0.001 0.016 0
Si 13.616 2.753 9.325 0.011 -0.006 0.004
Si 10.842 5.483 9.367 0.004 0.005 -0.006
Si 13.596 8.199 9.323 -0.01 0.012 0.008
Si 10.858 -5.406 9.381 0.001 -0.024 0.006
Si 13.61 -2.694 9.314 0.01 -0.003 -0.004
Si 16.368 0.021 9.28 -0.005 0.006 0.003
Si 19.125 2.739 9.283 0.008 -0.019 0.011
Si 16.349 5.474 9.287 -0.014 0.017 -0.001
Si 19.115 8.188 9.267 -0.019 -0.005 0.009
Si 16.354 -5.405 9.278 -0.004 0.008 0
Si 19.116 -2.685 9.265 -0.007 0.002 0.005
Si 21.864 0.016 9.268 -0.001 -0.013 0.006
Si 24.603 2.734 9.281 -0.004 0.001 0.009
Si 21.862 5.448 9.258 -0.001 -0.008 0.001
Si 24.611 8.163 9.28 0.004 -0.009 0.002
Si 21.85 -5.424 9.264 0.002 0.017 0
Si 24.601 -2.707 9.274 -0.017 -0.004 0.004
Si 27.325 0.011 9.305 -0.009 0.007 0.007
Si 30.053 2.718 9.351 -0.003 0.012 0.007
Si 27.336 5.439 9.305 -0.002 -0.002 -0.002
Si 30.065 8.151 9.349 -0.01 -0.002 0.006
Si 27.344 -5.437 9.301 -0.027 -0.006 0.008
Si 30.06 -2.732 9.339 0.008 -0.011 0.007
Si -32.51 -0.02 9.398 0 0.002 0.005
Si -29.803 2.695 9.477 -0.007 -0.011 0.006
Si -32.508 5.431 9.41 -0.004 -0.003 -0.002
Si -29.79 8.137 9.451 -0.003 0.009 -0.004
Si -32.496 -5.465 9.389 0.002 -0.01 0.008
Si -29.798 -2.753 9.459 -0.002 -0.007 0.002
Si -27.104 -0.038 9.532 -0.024 -0.007 0.001
Si -24.41 2.676 9.603 -0.011 -0.005 -0.003
Si -27.1 5.409 9.527 -0.003 -0.006 -0.002
Si -24.407 8.128 9.593 0.001 -0.012 -0.001
Si -27.093 -5.48 9.533 0.001 -0.012 0.006
Si -24.414 -2.773 9.616 0.007 -0.003 0.008
Si -21.727 -0.063 9.679 0.007 0 -0.005
Si -19.045 2.667 9.761 -0.002 0.008 -0.002
Si -21.73 5.409 9.682 0 0.003 0.007
Si -19.051 8.122 9.763 0.001 0.001 0.002
Si -21.729 -5.478 9.686 -0.007 0.003 0.003
Si -19.05 -2.779 9.753 0.005 -0.009 0.002
Si -16.341 -0.055 9.824 0.005 -0.013 -0.008
Si -13.628 2.672 9.875 0.014 -0.003 -0.006
Si -16.345 5.394 9.855 0.005 -0.004 0.01
Si -13.648 8.131 9.866 -0.004 0.009 -0.005
Si -16.361 -5.485 9.822 0.01 0.007 -0.002
Si -13.651 -2.757 9.861 -0.01 -0.008 -0.01
Si -10.925 -0.013 9.884 -0.001 0.002 -0.002
Si -8.217 2.727 9.843 -0.01 -0.002 -0.008
Si -10.916 5.417 9.889 0.012 -0.027 0
Si -8.224 8.166 9.855 0.007 0.007 -0.002
Si -10.933 -5.443 9.867 -0.008 0.008 -0.007
Si -8.229 -2.703 9.852 -0.002 0.009 -0.007
Si -5.527 0.027 9.785 0.01 -0.001 -0.01
Si -2.832 2.761 9.72 -0.004 -0.004 -0.003
Si -5.53 5.459 9.794 0.013 0.02 -0.006
Si -2.827 8.201 9.752 0.015 -0.003 0.003
Si -5.529 -5.411 9.814 0.005 0.002 -0.004
Si -2.836 -2.677 9.736 0.005 0.002 -0.001
Si 1.262 -1.342 10.97 -0.005 -0.008 -0.001
Si 3.996 1.372 10.898 -0.004 -0.002 0.001
Si 1.253 4.11 10.984 -0.005 -0.01 -0.001
Si 3.988 6.825 10.899 -0.002 -0.004 0.001
Si 1.253 9.531 10.973 -0.012 -0.003 -0.001
Si 3.996 -4.069 10.89 -0.001 -0.011 -0.007
Si 6.74 -1.351 10.815 -0.003 0.012 0.002
Si 9.49 1.384 10.741 0.006 -0.006 0.001
Si 6.737 4.107 10.817 -0.003 -0.011 -0.002
Si 9.487 6.825 10.752 0.005 -0.01 0.004
Si 6.729 9.541 10.821 -0.009 -0.003 0
Si 9.487 -4.064 10.751 0.011 -0.009 0.004
Si 12.24 -1.338 10.678 0.001 0.002 -0.001
Si 15.008 1.391 10.64 0.004 -0.004 0.005
Si 12.241 4.115 10.676 -0.006 -0.016 -0.001
Si 14.99 6.839 10.646 -0.003 -0.007 0.003
Si 12.236 9.54 10.7 0.008 0.007 0.008
Si 14.994 -4.051 10.644 -0.011 -0.012 0.011
Si 17.755 -1.325 10.623 0.011 -0.006 0.004
Si 20.509 1.396 10.624 0 0.016 0.01
Si 17.749 4.121 10.615 0.001 -0.004 -0.003
Si 20.503 6.83 10.6 0.015 0.007 -0.01
Si 17.748 9.56 10.608 0.001 0.005 0.001
Si 20.496 -4.039 10.607 -0.013 -0.004 0.005
Si 23.24 -1.332 10.618 0.002 -0.008 0.004
Si 25.967 1.389 10.646 -0.003 -0.005 0.002
Si 23.239 4.114 10.617 0.003 0.006 -0.008
Si 25.973 6.816 10.649 0 0.005 0.006
Si 23.24 9.55 10.611 -0.011 0.001 -0.007
Si 25.97 -4.062 10.632 0.009 0.007 -0.003
Si 28.685 -1.345 10.667 -0.014 0.005 -0.004
Si 31.401 1.362 10.731 0.01 -0.014 -0.001
Si 28.69 4.098 10.688 -0.003 -0.01 0.002
Si 31.4 6.802 10.749 0.008 0 0.005
Si 28.688 9.526 10.683 0.022 0.019 -0.002
Si 31.409 -4.084 10.72 0.016 -0.006 -0.005
Si -31.17 -1.37 10.794 -0.002 0.003 -0.005
Si -28.47 1.336 10.875 0.014 0.014 -0.001
Si -31.176 4.077 10.808 -0.014 0.006 0.002
Si -28.47 6.782 10.864 -0.01 0.004 -0.007
Si -31.161 9.509 10.79 0.01 0.01 -0.005
Si -28.469 -4.104 10.868 0.003 0.013 -0.003
Si -25.782 -1.389 10.948 0 0.004 -0.004
Si -23.088 1.32 11.014 0.007 0.011 -0.005
Si -25.78 4.051 10.938 -0.006 0.005 -0.007
Si -23.099 6.773 11.021 -0.006 0.005 -0.001
Si -25.774 9.488 10.948 -0.008 0.011 0.002
Si -23.087 -4.112 11.034 -0.003 -0.002 0.004
Si -20.4 -1.403 11.101 0.011 0.004 0
Si -17.701 1.319 11.161 0.014 0.018 -0.008
Si -20.405 4.048 11.09 -0.003 -0.006 -0.008
Si -17.712 6.771 11.173 0.003 0 -0.002
Si -20.409 9.489 11.104 -0.003 0.007 0.008
Si -17.71 -4.117 11.164 0.002 -0.005 0
Si -15 -1.402 11.218 0.013 0 0.002
Si -12.275 1.33 11.255 0.001 -0.005 0.008
Si -14.988 4.034 11.223 -0.004 0.011 -0.002
Si -12.291 6.769 11.235 0.002 0 -0.001
Si -15.009 9.488 11.215 -0.015 0.005 0.002
Si -12.293 -4.103 11.234 -0.01 0.005 0.002
Si -9.578 -1.372 11.243 -0.011 -0.007 0.011
Si -6.872 1.355 11.188 0.001 -0.003 0.005
Si -9.567 4.054 11.241 -0.004 0.019 0.01
Si -6.871 6.793 11.191 -0.003 -0.009 -0.003
Si -9.586 9.508 11.225 -0.009 -0.017 -0.005
Si -6.884 -4.077 11.201 -0.011 -0.011 -0.003
Si -4.178 -1.345 11.132 -0.004 -0.005 0
Si -1.466 1.385 11.05 0.007 0.008 -0.005
Si -4.172 4.088 11.124 -0.011 -0.01 -0.002
Si -1.457 6.819 11.066 0.001 0.007 0.005
Si -4.17 9.534 11.148 0.016 0 0.004
Si -1.469 -4.068 11.053 0.005 0.002 -0.002
Si 2.661 0.004 12.286 0 0.013 0.005
Si 5.384 2.748 12.192 0.005 -0.004 -0.003
Si 2.645 5.472 12.291 -0.005 -0.006 0.003
Si 5.388 8.182 12.206 0.007 0.015 0.001
Si 2.658 10.884 12.272 0.007 0.004 -0.006
Si 5.393 -2.716 12.198 -0.002 0.004 -0.002
Si 8.132 0.021 12.107 0.009 0.009 -0.004
Si 10.88 2.759 12.042 0.008 0.002 -0.001
Si 8.135 5.467 12.127 0 0.008 0.001
Si 10.876 8.184 12.074 0.001 0.009 0.004
Si 8.124 10.899 12.129 -0.005 -0.009 -0.005
Si 10.882 -2.695 12.054 0.003 0.011 0.008
Si 13.628 0.036 11.987 -0.002 0.004 -0.003
Si 16.386 2.765 11.97 -0.003 -0.008 -0.007
Si 13.621 5.484 12.003 -0.004 0.006 -0.002
Si 16.386 8.205 11.966 0.003 0.007 -0.002
Si 13.633 10.907 12.002 -0.011 -0.009 -0.003
Si 16.385 -2.685 11.968 -0.009 0.002 0.007
Si 19.13 0.047 11.961 -0.004 -0.001 0.004
Si 21.874 2.775 11.969 0.014 0.004 0.005
Si 19.13 5.489 11.952 -0.003 0.003 0.003
Si 21.871 8.196 11.953 -0.004 -0.006 -0.002
Si 19.128 10.925 11.946 -0.008 0.001 -0.008
Si 21.873 -2.682 11.964 0.003 -0.006 0.006
Si 24.593 0.04 11.979 -0.009 0.001 0.009
Si 27.314 2.748 12.022 0.001 0.01 0.002
Si 24.591 5.472 11.988 -0.019 -0.011 0
Si 27.316 8.174 12.035 -0.014 -0.005 0.002
Si 24.604 10.906 11.983 -0.018 -0.004 0.003
Si 27.307 -2.69 12.004 -0.012 -0.024 0.006
Si 30.016 0.015 12.062 0 0 0.002
Si 32.716 2.728 12.14 -0.004 -0.004 0.002
Si 30.016 5.454 12.092 0.001 -0.001 0.004
Si 32.744 8.16 12.132 0.015 0.019 -0.002
Si 30.031 10.888 12.059 -0.006 0.005 -0.001
Si 32.729 -2.723 12.125 0.001 -0.003 0.003
Si -29.856 -0.011 12.215 -0.009 -0.013 0.007
Si -27.143 2.689 12.283 -0.016 -0.003 -0.008
Si -29.845 5.432 12.212 0.009 -0.006 0.003
Si -27.148 8.123 12.286 -0.011 -0.011 0.001
Si -29.848 10.86 12.209 -0.012 -0.019 0.006
Si -27.158 -2.746 12.288 -0.005 -0.005 0.004
Si -24.454 -0.036 12.363 -0.003 0.005 -0.003
Si -21.77 2.68 12.427 0.013 0.006 -0.003
Si -24.464 5.4 12.359 -0.01 -0.014 -0.003
Si -21.777 8.119 12.439 -0.001 -0.008 0.002
Si -24.458 10.842 12.367 0.009 0.005 -0.006
Si -21.763 -2.761 12.451 -0.011 -0.013 -0.001
Si -19.063 -0.051 12.506 -0.001 -0.008 0.002
Si -16.351 2.658 12.56 0.006 -0.006 0.003
Si -19.07 5.388 12.503 0.008 0.006 -0.001
Si -16.359 8.113 12.568 0.012 -0.011 0.002
Si -19.064 10.832 12.505 0.012 0.006 -0.005
Si -16.362 -2.77 12.56 -0.007 -0.012 -0.003
Si -13.632 -0.056 12.59 -0.014 -0.005 -0.01
Si -10.911 2.685 12.617 -0.001 0.001 -0.003
Si -13.633 5.389 12.599 0.004 -0.013 -0.002
Si -10.929 8.131 12.592 0.003 0.02 -0.003
Si -13.643 10.839 12.586 0.01 -0.002 -0.006
Si -10.936 -2.745 12.6 0.001 -0.004 -0.012
Si -8.214 -0.004 12.584 -0.006 0.002 -0.009
Si -5.513 2.732 12.514 0.01 0.001 -0.009
Si -8.211 5.431 12.576 0.01 -0.002 -0.01
Si -5.509 8.157 12.526 -0.006 0.009 -0.009
Si -8.229 10.872 12.578 0.012 0.013 -0.002
Si -5.514 -2.708 12.53 0.01 0.008 -0.012
Si -2.799 0.023 12.446 -0.002 -0.001 -0.002
Si -0.082 2.741 12.367 0.002 0 0.001
Si -2.796 5.449 12.447 0.007 0.004 -0.003
Si -0.077 8.184 12.381 0.024 0.001 0.004
Si -2.797 -5.422 12.469 0.002 0.002 0
Si -0.073 -2.71 12.352 0.001 0.006 -0.005
Si 1.303 1.353 13.657 -0.007 0.005 -0.002
Si 4.033 4.085 13.583 -0.002 -0.003 0.003
Si 1.31 6.818 13.693 -0.01 0.003 0.002
Si 4.034 9.515 13.597 -0.009 0.002 0.003
Si 1.31 -4.094 13.65 0 -0.011 -0.013
Si 4.044 -1.386 13.592 0.012 -0.014 0.009
Si 6.776 1.37 13.48 -0.015 -0.014 -0.003
Si 9.532 4.1 13.431 0.01 -0.025 -0.002
Si 6.783 6.813 13.509 -0.005 -0.018 -0.005
Si 9.503 9.524 13.442 -0.002 0.001 0.004
Si 6.762 -4.093 13.52 0.001 -0.002 0.003
Si 9.501 -1.36 13.417 -0.011 0.019 0.005
Si 12.259 1.386 13.347 0 0.008 -0.007
Si 15.018 4.13 13.317 0 -0.004 -0.001
Si 12.267 6.822 13.395 -0.004 -0.013 0.016
Si 15.023 9.557 13.326 -0.008 0.008 -0.003
Si 12.27 -4.068 13.364 0.022 -0.022 0.005
Si 15.018 -1.315 13.306 -0.008 -0.01 0.006
Si 17.773 1.422 13.31 0.007 0.021 0.008
Si 20.514 4.156 13.308 0.004 -0.017 -0.006
Si 17.788 6.87 13.302 -0.015 -0.004 0.001
Si 20.517 9.583 13.285 0.008 -0.001 -0.014
Si 17.768 -4.043 13.302 0.023 -0.014 0.007
Si 20.523 -1.29 13.3 -0.005 0.001 0.006
Si 23.251 1.432 13.318 -0.016 0.006 -0.01
Si 25.953 4.127 13.355 0.001 0.005 -0.008
Si 23.237 6.857 13.324 0.005 0.017 -0.006
Si 25.946 9.548 13.37 0.014 0.005 0.005
Si 23.254 -4.024 13.32 -0.004 0.005 0.007
Si 25.957 -1.303 13.344 -0.005 0.01 -0.001
Si 28.663 1.405 13.404 -0.004 -0.007 -0.011
Si 31.341 4.093 13.488 0.016 0.004 0.001
Si 28.65 6.827 13.438 0.003 0.005 0.012
Si 31.366 9.536 13.452 0.009 -0.006 -0.008
Si 28.658 -4.042 13.371 0.007 0.002 -0.009
Si 31.346 -1.345 13.446 0.025 -0.008 -0.012
Si 34.054 1.387 13.539 -0.013 0.018 0.009
Si -28.511 4.072 13.607 -0.001 -0.006 -0.014
Si 34.064 6.811 13.546 -0.017 0.005 0
Si -28.525 9.495 13.615 0.007 0.017 -0.008
Si 34.053 -4.076 13.531 0.008 0.011 -0.01
Si -28.531 -1.368 13.623 0.001 0.003 0.005
Si -25.807 1.351 13.702 -0.006 0.007 -0.004
Si -23.14 4.045 13.772 -0.007 0.005 -0.01
Si -25.829 6.765 13.705 0.004 0.006 0
Si -23.138 9.49 13.784 -0.018 0.016 -0.004
Si -25.829 -4.101 13.697 -0.001 -0.002 -0.007
Si -23.138 -1.389 13.785 0.015 0.015 0.001
Si -20.437 1.328 13.831 -0.011 0.024 -0.018
Si -17.721 4.028 13.892 0.005 -0.003 -0.004
Si -20.448 6.752 13.835 0.005 -0.001 -0.013
Si -17.731 9.476 13.908 -0.009 0.012 0
Si -20.416 -4.113 13.847 0.013 -0.02 0
Si -17.722 -1.405 13.909 0.013 0.008 0.001
Si -15 1.29 13.938 0.029 -0.004 -0.007
Si -12.274 4.032 13.978 0.004 0.014 0.009
Si -15.002 6.749 13.945 -0.018 0.018 0
Si -12.287 9.477 13.961 -0.011 -0.009 -0.001
Si -14.996 -4.117 13.937 -0.008 0.011 -0.005
Si -12.274 -1.392 13.982 -0.007 -0.005 0.003
Si -9.551 1.332 13.992 0.012 -0.015 0.014
Si -6.862 4.058 13.921 -0.012 0.012 -0.007
Si -9.563 6.774 13.954 -0.017 -0.012 -0.006
Si -6.866 9.492 13.911 0.013 -0.019 -0.008
Si -9.586 -4.106 13.961 -0.017 0.001 0
Si -6.857 -1.371 13.931 0 -0.009 0.004
Si -4.144 1.369 13.838 -0.025 0.009 -0.005
Si -1.42 4.081 13.767 -0.003 -0.019 -0.001
Si -4.149 6.77 13.849 0.016 -0.008 -0.004
Si -1.426 9.513 13.784 -0.011 0.007 0.005
Si -4.157 -4.088 13.861 -0.007 0.008 0.006
Si -1.422 -1.375 13.74 0.014 -0.011 -0.004
Si -0.025 -0.023 15.039 0.002 0.008 -0.001
Si 2.689 2.716 14.96 -0.005 -0.015 0.01
Si -0.036 5.456 15.069 0.015 0.014 0.004
Si 2.705 8.171 15.011 0.001 0.001 0.001
Si -0.016 -5.432 15.063 0.027 0.013 0.007
Si 2.706 -2.77 14.976 -0.006 0.015 0.009
Si 5.452 -0.006 14.863 0.015 0.035 -0.005
Si 8.162 2.74 14.781 0.004 0.015 0
Si 5.422 5.463 14.877 0 -0.012 -0.004
Si 8.167 8.163 14.842 -0.006 0.008 0.01
Si 5.419 10.863 14.918 0.017 0.009 0
Si 8.152 -2.719 14.811 0.012 0.001 0.007
Si 10.886 0.025 14.696 0.012 0.004 -0.003
Si 13.635 2.77 14.653 -0.009 -0.017 -0.003
Si 10.905 5.46 14.771 -0.013 -0.009 0.002
Si 13.668 8.202 14.688 0.008 0.011 0.006
Si 10.892 10.904 14.728 -0.006 -0.009 0.001
Si 13.68 -2.701 14.654 -0.002 0.025 0.006
Si 16.38 0.07 14.633 -0.002 -0.003 0.006
Si 19.158 2.793 14.647 0.001 -0.001 0
Si 16.416 5.504 14.626 0 0.007 0
Si 19.158 8.251 14.647 0.01 -0.002 -0.01
Si 16.41 10.911 14.658 -0.02 0.003 0.006
Si 19.156 -2.664 14.61 -0.015 0.004 0.002
Si 21.874 0.104 14.654 0.024 0.011 0.007
Si 24.611 2.769 14.702 -0.015 -0.01 0.01
Si 21.863 5.532 14.674 -0.001 0.007 -0.011
Si 24.587 8.187 14.727 -0.039 -0.011 0.004
Si 21.901 10.919 14.646 -0.017 -0.024 -0.005
Si 24.584 -2.633 14.692 0.008 -0.012 0.015
Si 27.3 0.049 14.733 -0.01 -0.001 0
Si 29.943 2.765 14.843 0.003 -0.003 0.008
Si 27.256 5.476 14.776 -0.006 -0.02 0.008
Si 30.009 8.187 14.806 0.001 0.019 0.003
Si 27.306 10.927 14.713 -0.002 0.026 -0.005
Si 29.963 -2.688 14.786 -0.018 -0.012 0.006
Si 32.639 0.039 14.838 -0.004 -0.016 -0.003
Si 35.387 2.745 14.952 0.001 0.01 0.001
Si 32.676 5.456 14.871 -0.015 -0.034 0
Si 35.385 8.149 14.973 0.022 0.009 0.02
Si 32.656 10.906 14.863 0.012 -0.004 0.012
Si 35.367 -2.733 14.954 -0.012 -0.012 0.013
Si -27.189 -0.01 15.018 -0.009 -0.007 -0.001
Si -24.491 2.694 15.146 0.013 0.01 0.005
Si -27.188 5.387 15.047 -0.023 -0.013 0.001
Si -24.51 8.119 15.119 0.002 -0.021 0.008
Si -27.197 10.841 15.02 -0.02 0.009 -0.01
Si -24.514 -2.754 15.124 -0.013 -0.028 0.006
Si -21.814 -0.016 15.182 0.012 -0.006 -0.008
Si -19.092 2.662 15.235 0.007 -0.004 0.001
Si -21.819 5.393 15.181 0.003 -0.008 -0.01
Si -19.115 8.097 15.234 -0.002 -0.001 0.001
Si -21.785 10.837 15.175 0.007 0.009 -0.003
Si -19.094 -2.756 15.263 -0.007 -0.014 0.012
Si -16.353 -0.076 15.302 0.004 0.003 0.002
Si -13.627 2.623 15.309 -0.033 -0.02 -0.007
Si -16.369 5.369 15.283 0.022 0.002 0.013
Si -13.624 8.088 15.321 0.007 0.003 -0.001
Si -16.358 10.829 15.273 0.009 -0.008 -0.001
Si -13.638 -2.767 15.326 0.006 -0.008 -0.006
Si -10.898 -0.049 15.362 -0.006 0.011 -0.009
Si -8.183 2.708 15.343 0.007 0.014 -0.008
Si -10.892 5.392 15.33 0.011 0.007 0.001
Si -8.2 8.134 15.312 0.011 0.018 -0.006
Si -10.929 10.833 15.333 0.008 0 -0.01
Si -8.218 -2.739 15.305 0.015 -0.002 0.003
Si -5.486 0.029 15.24 0.019 -0.003 -0.001
Si -2.765 2.729 15.16 0.008 0.009 0.008
Si -5.491 5.414 15.252 0 -0.003 -0.002
Si -2.777 8.136 15.163 -0.001 0.001 0.003
Si -5.505 -5.464 15.246 -0.012 0.008 -0.008
Si -2.76 -2.714 15.152 -0.006 -0.001 0.003
O 2.685 2.421 24.882 -0.23 -0.069 -0.318
O 3.328 -3.921 25.633 -0.546 -0.066 -0.139
O 4.41 1.533 23.067 0.471 -0.026 0.08
O 5.179 2.771 25.219 -0.097 0.232 0.328
O 5.93 5.274 24.764 0.361 0.069 0.176
O 2.593 5.044 22.208 0.084 -0.178 0.56
O 4.469 6.74 23.118 -0.005 0.345 0.033
O 6.039 7.964 24.891 0.516 -0.147 0.645
O 0.824 -7.167 23.189 -0.107 0.104 0.143
O 1.461 7.231 24.811 -0.048 -0.066 0.138
O 4.325 0.302 25.397 0.167 -0.49 -0.319
O 2.762 -5.663 22.113 0.264 -0.195 0.513
O 4.215 -3.833 23.109 -0.06 0.492 0.094
O 8.202 -0.154 21.908 0.087 -0.173 0.584
O 10.235 3.997 23.949 0.024 0.107 0.526
O 9.583 1.775 22.783 0.055 -0.046 0.461
O 8.228 4.893 22.361 0.103 0.464 -0.232
O 10.094 6.467 22.896 0.15 0.351 0.37
O 11.164 -8.04 21.617 0.02 -0.02 0.212
O 9.845 -3.09 -6.075 -0.206 0.197 0.717
O 6.451 -6.967 22.828 -0.329 -0.27 0.007
O 8.42 -5.455 21.912 -0.053 0.055 0.491
O 8.086 -3.466 24.047 -0.179 -0.34 0.024
O 14.941 -2.443 24.056 0.079 0.423 -0.062
O 15.267 -4.355 -5.448 0.041 0.015 0.442
O 8.864 -5.48 -5.63 -0.309 -0.281 -0.279
O 13.779 0.107 21.741 -0.028 -0.062 0.492
O 17.802 2.409 22.294 -0.135 -0.122 0.332
O 11.905 2.955 22.274 0.245 -0.398 0.062
O 13.503 4.998 21.688 0.293 0.158 -0.453
O 14.927 6.74 22.847 0.271 0.312 0.647
O 16.442 -7.798 21.78 0.149 0.059 -0.007
O 12.942 -4.136 24.113 -0.783 -0.176 0.091
O 14.85 -4.701 22.419 0.082 0.129 0.069
O 16.865 -1.676 25.63 0.254 0.334 -0.228
O 16.378 -2.591 21.623 -0.041 -0.062 0.396
O 11.272 -5.525 -4.571 0.16 -0.269 -0.185
O 15.236 2.113 22.52 -0.054 0.316 -0.033
O 17.556 -0.388 22.589 0.071 -0.274 0.646
O 21.636 2.578 21.717 0.024 -0.132 0.386
O 18.697 4.95 22.34 0.296 0.194 -0.157
O 17.751 4.98 24.807 -0.195 -0.015 0.423
O 22.019 -7.864 20.708 0.254 0.028 -0.361
O 18.215 -5.738 22.356 0.277 0.111 -0.085
O 17.384 -6.575 24.579 -0.296 0.17 -0.125
O 20.825 -4.341 22.692 0.068 -0.144 -0.064
O 22.145 -2.191 21.949 0.169 0.28 0.385
O 24.258 -0.092 22.108 0.026 0.198 0.673
O 21.429 -3.248 24.955 -0.342 0.161 -0.004
O 28.349 -0.098 26.103 -0.258 0.046 -0.1
O 20.279 5.641 24.227 0.089 0.606 0.113
O 22.033 4.124 -6.149 0.105 0.497 0.44
O 23.173 8.084 24.528 -0.097 0.009 0.709
O 27.215 7.474 22.403 0.312 -0.284 -0.047
O 21.498 -4.411 -6.411 0.548 0.477 0.174
O 27.154 -2.683 22.135 0.308 -0.331 0.235
O 26.962 -5.452 -6.223 0.036 -0.44 -0.549
O 20.327 3.032 24.23 0.099 -0.213 -0.342
O 24.741 6.71 22.752 -0.379 -0.454 0.102
O 31.61 1.133 23.25 -0.197 0.395 0.331
O 27.896 3.615 22.752 -0.049 -0.029 0.24
O -30.722 6.319 24.698 -0.519 0.5 0.306
O -31.92 -5.899 23.057 -0.002 -0.55 0.566
O 18.174 7.779 -5.962 0.386 -0.28 0.076
O 28.038 -6.542 23.107 -0.177 0.341 0.496
O 29.952 -5.287 21.996 0.071 0.027 0.419
O 31.893 -3.67 22.701 0.217 0.572 0.031
O -32.376 -1.104 23.17 0.216 -0.433 0.081
O -30.164 0.052 22.308 0.201 -0.148 0.484
O -28.177 1.582 23.079 -0.227 0.272 0.09
O -25.992 1.285 24.569 -0.019 -0.179 0.088
O -31.041 1.582 -6.195 -0.039 0.27 0.038
O -28.596 -1.199 -5.708 0.082 0.257 -0.117
O -28.522 6.294 23.353 -0.009 -0.347 0.091
O -27.429 -8.043 22.216 0.309 -0.048 0.448
O -29.793 -5.283 21.746 0.27 0.204 0.418
O -27.719 -3.174 21.998 0.083 0.001 0.341
O -26.638 -1.366 25.927 0.502 0.5 -0.032
O -26.397 -1.572 23.392 0.527 0.531 0.352
O -30.093 7.081 -5.628 0.329 0.062 0.312
O -23.299 -2.865 -3.832 -0.3 -0.065 0.063
O -23.701 1.017 23.319 -0.239 -0.38 0.145
O -26.447 3.553 23.274 -0.229 -0.002 0.182
O -24.705 5.361 22.489 0.125 0.199 0.477
O -22.782 6.631 23.669 0.185 -0.097 0.146
O -26.34 -6.04 23.406 0.14 0.149 0.391
O -21.902 -7.869 25.361 -0.108 0.115 0.622
O -23.701 -5.293 26.074 -0.281 -0.403 -0.12
O -23.52 -4.597 23.392 -0.551 -0.357 0.123
O -21.88 -2.767 22.404 0.132 -0.177 0.553
O -19.969 -1.149 23.289 -0.051 0.008 0.277
O -19.192 -4.35 -5.642 0.238 -0.128 -0.61
O -18.165 0.788 23.423 -0.198 0.259 0.461
O -21.843 2.728 22.593 -0.245 0.139 0.412
O -20.102 4.481 23.645 -0.101 -0.249 0.236
O -18.09 6.047 23.255 -0.196 0.025 0.076
O -14.266 -7.175 23.014 0.497 -0.359 0.038
O -17.782 4.462 -6.486 0.427 0.167 0.278
O -21.363 -7.091 22.88 -0.751 -0.518 -0.044
O -19.233 -5.49 22.357 -0.217 -0.13 0.153
O -17.377 -3.849 23.376 -0.101 -0.076 0.201
O -15.481 -1.988 23.226 0.001 -0.324 0.487
O -13.736 -0.18 22.455 0.11 0.032 0.283
O -12.151 1.467 23.583 0.553 0.121 0.188
O -9.635 -1.499 23.624 -0.111 0.292 0.438
O -16.467 2.656 22.562 0.108 0.046 0.518
O -15.044 4.727 23.325 0.03 -0.223 0.484
O -7.763 -7.704 -5.538 0.668 -0.148 -0.081
O -12.933 6.271 23.396 0.02 -0.24 0.51
O -13.107 -6.879 25.308 -0.128 -0.24 0.041
O -16.467 7.948 22.345 0.096 -0.026 0.217
O -13.339 -4.856 23.512 -0.028 0.147 0.346
O -9.042 -3.839 24.73 -0.147 -0.481 0.341
O -7.92 0.05 22.484 0.156 -0.133 0.689
O -4.309 -1.569 -6.482 0.388 -0.411 -0.19
O -5.697 1.524 23.115 0.115 -0.238 0.223
O -7.961 5.462 22.74 -0.111 0.063 0.371
O -6.223 2.993 25.143 -0.219 0.554 -0.04
O -6.091 7.278 23.6 0.015 -0.187 0.485
O -11.121 8.007 22.57 -0.06 0.092 0.51
O -10.722 -6.82 26.164 0.043 0.469 0.16
O -7.051 -4.395 23.223 -0.241 -0.269 0.257
O -5.329 -2.81 22.264 -0.117 0.086 0.113
O -3.236 -2.047 23.449 -0.212 0.181 0.319
O -0.973 0.83 23.22 -0.574 -0.148 0.412
O 0.477 2.916 22.277 0.129 0.085 0.408
O -2.967 3.592 -5.179 -0.374 -0.434 -0.296
O -4.33 3.761 23.406 -0.066 0.274 0.565
O -2.517 5.404 22.405 -0.042 -0.128 0.476
O -0.387 6.841 22.969 0.57 -0.044 0.11
O -1.048 -5.402 -3.99 -0.389 0.378 0.11
O -4.799 -6.831 23.08 -0.368 0.402 -0.237
O -2.679 -5.416 22.321 0.391 0.001 0.366
O -1.048 -3.514 23.079 0.462 0.062 0.124
O 0.328 0.556 25.45 0.485 -0.126 0.204
O 5.76 -3.257 25.022 0.2 -0.08 0.439
O 7.669 3.233 25.149 0.489 0.145 -0.328
O 3.036 -6.625 -1.792 0.27 0.147 0.48
O 2.196 4.937 25.759 -0.153 -0.341 -0.223
O 3.964 6.797 25.671 0.218 0.391 0.434
O 7.397 -6.118 25.15 -0.138 0.558 0.111
O 7.132 -6.814 -3.962 0.433 0.036 -0.11
O 6.255 3.412 22.921 -0.358 -0.386 -0.011
O 6.39 -1.943 22.748 -0.308 -0.114 0.146
O 7.335 -1.09 24.989 0.046 0.166 -0.043
O 4.937 -1.917 -6.279 0.038 0.004 0.476
O 8.26 1.619 -6.672 -0.075 0.419 -0.409
O 12.41 -3.416 -5.611 0.435 -0.033 -0.078
O 10.547 -1.009 -2.948 -0.264 -0.301 -0.038
O 4.904 -5.844 24.679 -0.499 -0.253 -0.013
O 7.302 5.243 -6.292 -0.509 -0.309 -0.159
O 9.698 -7.26 -3.523 -0.202 -0.069 -0.368
O 12.645 5.907 23.959 -0.437 -0.02 0.032
O 9.224 -4.686 -3.225 0.098 0.01 -0.012
O 10.26 -3.73 22.776 0.22 -0.004 0.183
O 12.817 -1.88 25.432 -0.334 -0.142 -0.011
O 15.862 -4.07 26.017 -0.213 -0.217 0.036
O 11.445 1.579 24.486 -0.158 -0.399 -0.182
O 12.576 -1.847 22.858 0.009 -0.113 0.431
O 18.045 7.21 23.599 0.177 0.164 -0.291
O 16.86 -6.295 -6.179 0.195 0.123 -0.253
O 12.87 2.875 -4.973 -0.055 -0.09 0.47
O 9.311 -7.884 25.106 0.496 -0.129 -0.398
O 14.499 -6.873 -5.139 -0.409 0.299 0.682
O 22.306 -0.708 25.59 0.36 0.119 -0.674
O 11.471 5.065 -4.647 0.482 0.295 -0.02
O 18.594 2.961 26.258 0.279 -0.097 0.411
O 6.731 -1.457 -1.344 0.114 -0.247 -0.145
O 13.915 0.569 -5.562 -0.156 -0.275 -0.664
O 15.161 -0.239 -3.411 0.263 -0.5 0.139
O 10.94 1.306 -7.055 0.505 0.227 -0.162
O 18.703 3.388 -3.706 -0.183 -0.605 -0.291
O 18.628 1.056 24.429 -0.057 -0.548 0.585
O 18.3 7.734 25.997 0.417 -0.36 -0.038
O 23.197 -6.53 22.602 0.433 0.439 0.189
O 19.369 -4.925 24.707 0.054 -0.021 0.864
O 17.208 -3.849 23.914 -0.051 0.135 -0.426
O 23.278 -1.35 -1.713 0.412 0.031 -0.482
O 25.599 -3.188 -5.759 -0.179 0.053 0.083
O 28.006 -2.478 -5.008 -0.07 -0.025 0.219
O 19.499 -6.107 -5.89 0.043 0.125 -0.098
O 20.955 2.009 -5.135 -0.194 0.131 0.449
O 26.236 -0.583 -4.951 -0.208 -0.164 0.252
O 22.051 6.376 -4.019 -0.025 0.149 0.026
O 21.029 8.201 22.997 -0.235 0.143 0.107
O 25.009 6.456 25.349 0.39 -0.423 -0.022
O 32.481 7.644 25.428 0.093 -0.01 -0.253
O 23.777 7.999 -5.556 0.445 -0.123 -0.368
O 24.674 -4.975 25.79 -0.106 -0.369 -0.482
O 25.448 -4.222 23.264 -0.063 -0.222 0.188
O 27.065 3.384 25.145 -0.241 -0.04 0.086
O 25.486 4.197 -2.873 -0.101 0.106 -0.418
O 32.063 3.998 -3.078 -0.226 0.387 -0.17
O -30.553 3.699 24.906 -0.483 -0.552 0.226
O -32.482 1.605 -4.013 0.162 0.144 0.177
O 22.454 4.416 23.194 0.38 0.306 0.274
O 29.747 5.428 22.102 -0.055 0.077 0.474
O 28.001 6.35 -6.292 -0.198 0.008 0.067
O -28.663 5.313 25.833 0.556 0.076 0.443
O 26.418 -3.052 25.551 0.198 0.113 -0.139
O 28.518 -0.94 23.385 -0.203 -0.102 0.234
O 32.506 -4.405 25.124 -0.566 0.244 0.236
O -29.989 -3.453 -6.154 -0.019 -0.486 -0.321
O -26.187 5.024 -5.623 0.046 -0.268 -0.216
O -25.858 -4.866 -3.672 -0.246 0.379 0.483
O -3.145 3.519 -0.604 0.001 -0.47 0.073
O -28.686 -2.377 24.59 -0.221 0.358 -0.164
O -30.885 -3.494 23.547 0.101 0.393 -0.477
O -32.2 0.067 25.479 0.551 0.355 -0.079
O 29.265 -4.786 -5.223 0.332 -0.301 0.163
O -30.303 -4.055 25.989 0.237 0.169 0.41
O -27.644 -3.534 -4.988 -0.226 0.199 0.409
O -26.005 1.274 -5.605 -0.069 0.039 -0.181
O -22.028 -0.65 26.19 -0.109 0.33 -0.023
O -26.503 -3.834 24.871 0.622 -0.001 0.041
O -21.512 -3.941 -6.618 -0.017 -0.362 -0.315
O -26.252 0.723 -3.082 0.832 0.208 0.203
O -23.636 1.758 -6.429 0.096 -0.047 -0.118
O -26.804 -5.948 -5.829 -0.514 0.022 -0.505
O -19.522 -7.061 24.628 0.429 0.445 -0.136
O -26.653 3.189 -3.871 -0.287 0.079 0.197
O -24.682 6.777 -1.002 -0.346 0.276 -0.328
O -18.796 -7.507 -6.867 0.184 0.286 -0.575
O -13.673 -0.923 -2.677 0.105 -0.682 0.097
O -17.666 -1.557 24.583 -0.042 -0.033 0.288
O -17.768 -2.144 -4.664 -0.543 0.528 0.181
O -15.284 -1.487 -5.405 -0.097 0.358 -0.27
O -18.152 4.626 25.546 0.229 -0.339 0.14
O -19.696 6.681 25.263 -0.333 0.039 0.456
O -0.573 1.295 -6.977 -0.048 0.231 0.109
O -16.865 6.975 -6.608 0.526 0.001 0.529
O -16.567 -4.136 -5.673 0.517 0.333 0.069
O -18.625 7.806 -0.01 0.128 -0.056 0.111
O 21.338 -0.446 -5.899 0.616 -0.114 -0.113
O -17.829 -4.473 -3.414 -0.448 -0.252 0.154
O -12.367 0.265 25.966 -0.073 -0.319 -0.332
O -1.066 -0.874 -2.809 -0.518 0.298 0.351
O -11.375 5.05 -5.579 0.53 0.545 0.068
O -8.321 -2.569 -0.14 0.015 0.174 -0.354
O -15.08 6.949 24.844 0.263 0.492 -0.468
O -11.881 7.164 26.1 -0.435 -0.304 -0.066
O -6.678 -4.657 25.728 0.226 0.223 0.355
O -11.199 5.734 -0.065 0.043 -0.027 -0.601
O -14.084 7.25 -5.61 -0.408 0.119 0.125
O -12.888 6.091 -3.598 0.194 0.099 0.239
O -15.451 -5.883 24.899 -0.298 0.083 -0.224
O -13.194 7.818 -0.048 -0.042 -0.055 -0.481
O -11.29 2.678 25.627 -0.031 0.072 0.51
O -6.989 0.836 -3.672 0.353 -0.018 0.123
O -8.073 0.35 -5.961 -0.296 0.005 0.359
O -24.182 3.733 -4.657 0.063 0.167 0.419
O -10.211 4.97 25.932 -0.104 0.01 0.339
O -3.625 7.838 24.653 -0.085 -0.279 -0.302
O -3.821 5.768 -3.868 0.26 0.139 0.085
O -4.978 7.853 -2.7 -0.546 -0.091 0.077
O -12.113 -4.461 -0.932 -0.05 -0.218 -0.366
O -5.15 -1.015 26.228 0.532 -0.464 -0.486
O 25.089 1.685 -3.662 -0.444 -0.061 -0.115
O -6.408 -1.447 -4.91 -0.291 -0.194 0.425
O -1.133 -1.433 24.751 0.183 0.152 0.504
O 1.982 4.114 -1.219 -0.2 0.063 -0.392
O 2.896 -0.104 21.936 0.032 0.023 0.322
O -1.937 3.744 -2.869 -0.03 0.631 -0.225
O -0.334 3.639 -4.835 0.4 -0.242 -0.189
O 24.453 6.705 -3.35 -0.297 0.677 0.392
O -2.488 -6.67 -5.838 0.194 0.184 -0.389
O -8.298 -6.138 -3.223 0.257 -0.238 -0.278
O -2.17 -3.752 25.419 -0.035 0.182 -0.154
O 2.891 -3.487 -6.516 0.514 -0.101 0.019
O 19.461 4.062 -6.041 -0.534 -0.065 -0.514
O 19.823 0.705 22.126 0.228 -0.353 0.288
O 3.305 -8.058 -3.918 -0.264 -0.74 -0.219
O 4.291 3.994 -2.77 -0.25 0.373 -0.551
O 8.645 5.86 24.868 -0.502 -0.132 0.143
O 0.137 5.979 -3.572 0.262 -0.213 0.434
O 0.759 -4.669 -5.663 -0.263 0.257 -0.43
O 4.511 4.695 -0.313 -0.059 0.525 0.512
O 7.897 -2.35 -3.392 0.301 -0.041 -0.546
O 8.92 5.908 -4.386 0 0.455 -0.069
O 1.956 1.449 -6.129 0.139 0.231 -0.022
O 5.2 -7.44 -5.612 0.055 -0.086 -0.316
O 11.484 -1.242 -6.91 0.391 0.1 0.563
O 5.87 2.008 -3.385 0.044 -0.23 0.378
O 9.857 -5.321 24.835 0.59 -0.06 -0.118
O 14.714 4.3 23.909 0.381 -0.06 0.149
O 7.711 -7.944 -6.307 0.716 0.245 -0.038
O -7.109 -4.531 -1.29 0.237 0.067 -0.401
O 10.9 6.783 -2.923 0.52 -0.109 0.035
O 6.549 6.967 -4.425 -0.484 -0.129 0.249
O 19.714 -2.358 -5.58 0.523 -0.514 0.189
O 4.798 -5.893 -3.533 -0.324 0.524 0.145
O 11.633 -3.341 -3.067 -0.005 -0.08 0.329
O 9.853 4.234 -2.718 -0.219 -0.076 0.376
O 14.018 1.87 24.793 0.237 -0.306 0.273
O 16.453 2.685 24.839 0.454 -0.387 -0.126
O 16.248 5.463 -0.464 -0.051 -0.036 -0.387
O 13.196 7.52 -6.398 -0.551 -0.018 0.189
O 14.546 -6.191 24.566 0.591 0.029 -0.056
O 13.712 7.5 -3.725 -0.233 -0.08 0.069
O 15.619 7.149 -5.527 0.063 -0.065 0.169
O 14.084 -6.736 -1.983 -0.542 0.17 0.59
O -16.385 -7.717 -2.226 -0.734 0.228 0.048
O 8.441 0.918 26.335 0.627 -0.023 -0.184
O 13.624 -4.813 -3.686 0.253 0.027 -0.568
O 14.987 -1.771 -5.669 0.207 0.218 -0.202
O 17.27 1.097 -2.833 0.302 0.527 0.184
O 12.942 -1.307 -3.976 -0.135 0.074 -0.356
O 17.33 5.294 -5.079 -0.543 -0.285 0.09
O 20.555 1.21 26.147 -0.393 0.135 -0.03
O 16.089 8.127 -2.752 0.474 -0.501 -0.3
O 28.485 3.952 -3.876 0.03 0.098 -0.78
O -8.17 -6.734 26.104 -0.182 -0.154 0.411
O 16.16 -5.58 -2.987 0.34 0.413 -0.204
O 17.331 -3.02 -5.977 0.452 -0.151 -0.086
O 21.026 -2.195 -2.843 -0.104 -0.058 -0.294
O 17.602 -1.177 -4.246 -0.482 -0.045 -0.417
O 15.247 2.307 -4.055 0.313 0.686 -0.041
O 26.159 1.667 23.186 -0.175 0.114 0.354
O -19.292 2.753 -5.213 0.253 -0.305 0.221
O -10.024 -4.752 -5.051 -0.123 0.155 -0.103
O 27.348 0.035 -0.521 0.06 0.094 -0.592
O 29.363 6.54 -4.033 0.499 0.034 0.296
O -1.575 1.42 -4.099 -0.505 -0.04 0.172
O 28.565 5.294 -1.651 0.184 0.363 -0.006
O 19.615 0.226 -3.772 -0.017 0.234 -0.028
O -31.51 6.051 -3.512 0.365 0.25 -0.215
O 24.44 -5.658 -5.558 -0.044 0.29 0.341
O 26.274 -5.042 -1.263 -0.469 -0.36 -0.341
O 27.713 1.368 -3.583 0.033 -0.323 0.117
O 19.537 5.921 -4.077 -0.39 0.604 -0.303
O -30.61 -0.182 -4.357 -0.236 -0.422 0.279
O -32.648 2.973 21.998 -0.109 0.203 0.4
O -28.954 8.033 25.322 -0.211 0.375 -0.308
O 20.753 4.376 -2.488 0.449 -0.094 -0.211
O 30.237 6.349 25.326 -0.046 -0.477 -0.158
O 3.062 -5.925 -5.507 -0.233 0.112 0.17
O -22.201 1.22 -1.22 0.391 0.037 -0.072
O 27.98 5.731 26.341 -0.177 0.236 -0.143
O 28.672 1.508 24.138 0.459 0.11 0.116
O 30.403 -2.35 -5.999 -0.248 -0.011 -0.298
O 32.393 -0.365 -5.764 0.066 -0.023 -0.063
O -30.993 4.857 22.628 0.049 0.235 -0.134
O 30.597 -0.483 24.798 0.113 -0.34 0.628
O -28.376 1.221 -4.556 -0.398 0.443 -0.206
O -22.277 5.973 26.28 0.24 -0.133 0.036
O -28.008 2.837 25.321 0.097 -0.389 0.153
O 23.543 3.208 -1.603 -0.479 -0.337 -0.111
O -31.335 -5.177 -4.688 0.377 -0.175 0.08
O 27.329 -5.646 -3.643 -0.454 0.258 0.077
O 23.963 -2.626 24.698 0.032 0.365 -0.297
O 31.775 -6.196 -5.734 -0.522 0.363 -0.068
O -30.452 -2.919 -3.712 0.527 0.557 -0.228
O -22.389 -0.552 -3.101 -0.377 -0.024 0.27
O -23.738 1.607 25.893 0.235 0.058 -0.144
O -9.67 -4.508 -1.719 -0.046 0.305 0.316
O -24.121 -0.556 -5.108 -0.452 0.117 0.09
O -23.417 -5.507 -3.165 0.087 -0.346 0.122
O -24.867 -7.119 -4.592 0.623 -0.42 0.135
O -25.31 -6.811 -1.887 0.298 -0.321 -0.142
O -28.314 -0.924 -3.091 -0.244 -0.562 0.269
O -19.664 -7.827 -4.35 0.103 0.163 -0.14
O -24.288 -0.791 25.065 -0.395 -0.332 -0.204
O -11.203 -0.195 -3.164 0.517 -0.028 -0.462
O -18.221 6.944 -2.917 -0.184 -0.445 -0.041
O -17.285 1.95 -6.894 -0.338 -0.588 0.052
O -20.664 7.113 -6.366 -0.173 -0.218 0.481
O -16.665 6.287 -0.96 0.479 -0.361 -0.008
O -20.955 -6.391 -5.98 -0.486 0.007 -0.022
O -26.351 7.651 -6.006 -0.162 0.125 0.051
O -15.772 -3.253 25.433 0.001 -0.179 0.012
O 0.94 -1.031 23.28 -0.089 -0.159 0.266
O -13.411 -3.332 -5.662 0.151 -0.135 0.42
O -8.319 7.677 -3.207 -0.061 0.146 0.199
O -7.352 -4.966 -5.534 -0.132 -0.354 -0.355
O -14.456 -6.506 -0.998 0.093 0.762 -0.324
O -15.54 2.711 -3.426 -0.546 0.476 -0.502
O -9.381 7.382 25.391 0.387 -0.386 -0.301
O -9.418 -6.808 23.774 0.489 0.512 0.241
O -16.708 -4.292 -1.077 0.224 -0.451 0.047
O -16.455 -6.721 -6.151 -0.043 -0.337 0.707
O -8.81 -2.852 -6.156 -0.435 0.405 0.3
O 28.933 2.758 -1.57 0.307 -0.716 0.014
O -12.334 -5.771 -5.654 -0.282 -0.453 -0.069
O -1.126 -0.717 -5.448 0.025 -0.706 -0.103
O -12.72 -0.874 -5.155 0.525 -0.08 -0.163
O -13.46 3.798 -4.642 -0.08 0.174 -0.291
O -2.632 -6.359 25.923 -0.105 0.096 -0.051
O -10.202 -7.288 -4.652 -0.294 -0.589 -0.158
O -7.342 6.34 -1.133 0.206 -0.256 -0.074
O -13.212 1.373 -3.864 0.302 0.122 0.045
O 14.593 -4.118 -1.443 -0.18 0.467 -0.324
O -7.035 -2.166 24.861 0.205 0.167 -0.384
O 3.645 0.813 -4.201 -0.081 -0.13 0.56
O -7.205 0.52 25.408 -0.253 -0.032 -0.574
O -1.675 5.841 -5.4 0.088 0.341 -0.199
O -26.228 -1.236 -1.391 -0.348 -0.379 -0.43
O -3.968 5.779 -6.513 -0.544 -0.445 0.017
O -8.161 -3.548 -3.581 0.309 0.599 0.056
O -5.097 -6.193 -6.194 -0.414 -0.288 -0.268
O -20.103 4.904 -0.929 0.505 0.494 -0.055
O -2.999 -7.919 -0.306 -0.056 0.164 0.116
O 0.044 -3.014 -3.654 0.003 0.506 -0.185
O 0.919 -1.898 -1.333 0.632 -0.018 -0.171
O 9.187 7.614 -1.233 -0.432 0.296 0.036
O -0.265 -0.061 -0.043 -0.089 -0.095 -0.158
O 21.69 -5.981 24.597 0.161 -0.084 0.603
O -0.563 4.433 -0.723 -0.228 0.182 -0.34
O 1.125 8.051 -2.442 -0.139 0.086 0.303
O -1.126 7.101 -1.483 -0.409 -0.414 -0.153
O 2.143 -7.956 0.257 -0.096 -0.149 0.175
O 0.839 -5.768 -0.732 -0.507 0.38 -0.227
O 5.938 -0.546 -3.72 -0.469 -0.436 -0.111
O 1.493 -5.054 -3.175 0.514 -0.069 -0.066
O 5.156 0.211 -0.275 0.006 -0.023 -0.466
O 6.762 -4.543 -2.507 -0.146 0.15 0.078
O -20.856 4.048 -3.26 -0.143 -0.028 -0.048
O 3.64 2.211 -0.96 -0.074 -0.151 -0.316
O -22.559 5.359 -1.454 -0.038 -0.246 -0.509
O 10.181 3 -5.402 -0.101 0.172 0.349
O -24.31 7.586 25.531 -0.293 0.153 -0.415
O 6.558 3.599 -1.405 0.562 -0.33 -0.086
O 10.95 6.621 25.886 0.076 -0.055 0.128
O 6.384 -6.917 -1.479 0.106 -0.43 -0.256
O 2.939 -4.095 -1.091 0.07 0.414 -0.528
O 5.075 -5.245 -0.095 0.071 -0.236 -0.135
O 9.678 0.395 -4.949 0.114 -0.575 0.078
O 5.769 1.067 -5.809 -0.411 0.233 -0.095
O 31.716 1.877 -1.57 -0.09 0.257 -0.013
O 0.825 5.513 -6.134 0.669 0.172 0.071
O 15.026 2.702 -6.602 0.119 0.442 -0.034
O 11.773 3.385 -1.2 0.276 -0.213 -0.405
O 10.614 1.65 -2.904 0.171 0.007 -0.06
O 10.624 5.523 -0.201 -0.255 0.018 0.039
O 11.485 -7.384 -1.516 0.251 -0.218 -0.238
O 10.545 -5.303 -0.376 -0.039 0.256 -0.254
O 8.737 -3.398 -1.087 0.136 0.325 -0.234
O 10.682 0.186 -0.262 0.031 -0.279 -0.569
O 9.271 2.398 -0.884 -0.435 0.215 -0.217
O 12.488 -1.507 -1.325 0.198 -0.279 0.102
O -28.089 6.008 -6.982 -0.338 -0.681 0.035
O 16.252 -0.039 -0.332 -0.175 -0.089 -0.249
O -17.129 1.807 -1.347 -0.183 -0.072 -0.548
O 19.886 2.057 -1.57 -0.134 0.032 -0.401
O 14.24 7.079 -1.195 -0.33 -0.009 -0.139
O 18.268 4.059 -1.335 -0.186 -0.001 -0.133
O 20.597 6.886 -1.779 -0.064 0.661 -0.036
O 17.948 -6.945 -1.392 0.707 -0.323 -0.211
O 16.317 -5.467 -0.081 0.029 0.283 -0.236
O 18.264 -1.043 -1.697 0.156 -0.409 -0.094
O 18.706 -3.416 -3.527 -0.236 -0.555 0.163
O 22.026 4.226 25.736 0.518 -0.431 0.026
O 20.889 -4.721 -3.932 0.184 -0.342 0.372
O -0.969 -8.059 25.024 -0.001 -0.035 0.15
O 6.713 4.431 -3.885 0.409 -0.173 -0.374
O 22.113 5.343 -0.461 -0.06 -0.262 -0.242
O 22.125 0.16 -3.502 0.654 0.339 -0.168
O 25.916 6.334 -1.306 0.204 -0.076 0.032
O 24.325 -7.951 -0.493 0.031 0.03 -0.244
O 20.195 -4.246 -1.481 -0.682 -0.042 -0.081
O 22.185 -5.811 -0.549 0.098 -0.305 -0.533
O 24.791 -2.964 -0.55 0.188 0.168 -0.472
O -29.647 2.637 -0.508 -0.085 -0.102 -0.339
O 25.819 2.045 -1.281 -0.066 -0.058 -0.143
O 29.088 -1.554 -1.565 0.049 0.419 -0.581
O -26.033 4.44 -0.957 -0.596 -0.273 -0.206
O -14.721 1.152 -1.538 0.417 -0.01 0.191
O 24.078 5.476 -5.584 0.478 -0.056 0.076
O 30.18 8.022 -0.56 -0.14 0.344 -0.29
O 31.943 6.226 -1.591 -0.059 0.188 -0.259
O 28.548 -4.085 -1.876 0.146 0.092 0.424
O 28.388 -6.662 -1.498 0.29 -0.435 -0.36
O 30.927 -3.334 -1.08 0.38 0.358 -0.249
O 32.146 -5.597 -0.471 0.138 -0.477 0.272
O -21.785 3.146 -5.457 0.082 0.243 -0.54
O -32.364 -0.113 -0.483 -0.37 -0.088 -0.088
O -27.935 0.752 -1.117 -0.291 0.114 -0.178
O 32.129 -5.964 -3.073 -0.23 0.093 0.035
O -31.299 4.53 -1.383 -0.103 0.285 -0.33
O -3.191 -6.645 -3.298 0.12 0.166 0.285
O 30.173 -2.928 -3.553 0.36 0.267 -0.036
O -29.468 7.956 -0.559 -0.402 -0.129 -0.428
O 13.086 8.113 25.243 -0.333 0.408 -0.266
O -31.122 -6.775 -1.596 0.113 -0.304 -0.451
O -11.199 -3.456 23.159 -0.027 0.02 -0.051
O -28.922 -3.779 -1.548 0.363 -0.079 -0.554
O -30.582 -1.793 -1.32 -0.109 0.296 -0.101
O 25.757 -7.629 24.162 -0.109 0.627 0.296
O -15.56 6.452 -3.442 0.092 -0.594 -0.144
O -24.255 2.626 -0.37 0.184 -0.176 -0.476
O -31.433 -6.432 26.024 0.456 0.07 -0.079
O -1.076 -8.021 -3.906 0.259 0.068 -0.301
O -11.03 -2.522 25.639 -0.263 0.337 0.328
O -14.002 -7.784 -3.326 0.43 0.274 -0.483
O -25.565 5.559 -3.199 0.086 0.311 -0.211
O -27.035 -5.382 -0.635 -0.208 -0.012 -0.687
O -31.529 -4.181 -1.807 -0.251 0.226 0.289
O -24.269 -2.691 -0.541 0.044 0.056 -0.475
O -16.207 -0.381 -3.214 -0.381 0.461 -0.208
O -21.227 -4.5 -4.033 0.434 0.102 0.323
O -3.306 -2.178 -0.281 0.251 -0.186 -0.353
O -20.752 1.452 -3.424 0.483 -0.067 -0.292
O 2.519 -1.099 -5.529 -0.421 -0.292 0.35
O -27.351 6.587 -1.424 -0.074 -0.014 -0.428
O -31.899 -7.823 -4.466 -0.119 -0.179 0.274
O -19.909 -7.4 -1.802 -0.288 0.331 -0.34
O -22.21 -3.9 -1.591 0.811 0.126 0.024
O -21.461 -5.283 24.834 0.526 0.229 0.142
O -20.311 -0.577 -1.491 0.31 -0.035 -0.342
O -18.768 -2.626 -0.513 -0.117 -0.104 -0.351
O 14.924 1.708 -1.566 -0.623 0.634 -0.299
O 3.463 7.107 -1.473 0.51 -0.549 -0.538
O -13.29 2.824 0.049 0.107 0.067 -0.223
O -15.332 3.771 -1.051 -0.386 0.367 -0.312
O -14.904 1.83 -5.764 -0.093 -0.572 0.026
O -3.876 1.765 25.06 0.147 -0.171 -0.312
O -4.664 5.522 -1.337 -0.246 0.352 0.034
O -11.596 -5.727 -3.117 -0.547 -0.066 -0.02
O -32.624 6.261 -5.82 0.039 -0.671 -0.035
O -8.934 5.256 -3.026 -0.116 0.252 -0.525
O -15.558 -1.187 -0.786 -0.409 -0.175 -0.052
O -13.65 -2.769 0.085 -0.088 -0.092 -0.324
O -11.472 1.146 -0.923 0.267 -0.081 -0.441
O -8.71 2.726 25.897 -0.035 0.038 0.21
O -9.024 0.413 -1.932 0.071 -0.174 -0.014
O -8.822 2.676 -3.147 -0.099 -0.226 -0.774
O -11.21 4.011 -3.18 0.08 -0.198 0.404
O -9.692 3.796 -0.987 0.247 -0.466 -0.029
O -8.515 -7.993 -0.076 -0.061 0.225 -0.676
O -10.679 -6.671 -0.755 -0.166 -0.252 -0.058
O 24.39 2.973 -6.467 -0.218 -0.464 0.159
O 30.364 7.555 -6.192 0.097 0.472 -0.198
O -10.53 -1.278 -0.794 -0.511 -0.435 -0.197
O -13.767 4.874 25.556 0.441 0.387 0.458
O -7.001 1.825 -1.283 -0.081 0.556 -0.269
O -5.384 -0.076 -0.282 0.308 -0.317 -0.378
O -32.416 -2.909 -5.695 -0.04 -0.25 0.383
O -1.346 1.878 -1.136 0.224 -0.452 -0.506
O -6.374 5.794 -3.397 -0.124 -0.273 -0.595
O -28.709 -4.937 24.091 -0.136 -0.584 -0.357
O -5.654 -5.967 -3.686 -0.462 -0.041 0.064
O 12.783 -6.321 22.645 -0.271 0.074 0.443
O -4.814 -6.313 -1.238 -0.548 0.425 0.036
O -21.699 -1.54 -5.445 0.518 0.282 -0.002
O 15.787 7.872 25.153 -0.164 -0.412 -0.015
O -1.337 -3.259 -1.445 0.106 -0.219 -0.551
O 7.268 -3.329 -6.29 -0.113 -0.021 0.116
O 18.15 -6.964 -3.924 0.618 -0.253 0.333
O -2.958 0.496 -7.062 0.006 0.28 -0.154
O 8.287 0.204 -2.734 -0.028 0.457 0.359
O -5.69 -7.154 25.553 -0.021 -0.078 0.643
O 12.014 4.13 -7.031 0.625 -0.234 -0.129
O -19.503 -0.009 25.574 0.327 0.754 0.268
O -15.752 -2.903 -3.172 0.75 0.115 0.262
O 10.184 -2.798 25.392 -0.056 0.109 -0.203
O -27.397 -6.188 25.902 0.196 0.231 0.34
O -20.782 6.644 -2.818 -0.393 0.311 0.066
O 0.923 0.344 -4.024 0.246 0.102 0.784
O 28.154 7.883 24.886 0.209 0.071 0.184
O -19.046 2.689 -0.073 -0.24 0.042 -0.517
O 31.501 7.099 23.073 0.01 0.552 0.082
O -17.452 7.908 25.361 0.034 0.053 -0.337
O -5.42 0.742 -5.881 0.245 0.497 0.219
O 21.143 -0.138 -1.05 0.245 -0.322 0.345
O 30.278 2.082 -3.716 0.106 -0.366 -0.601
O 21.974 -6.664 -5.318 -0.087 -0.561 0.446
O 26.617 1.776 -5.874 0.276 0.228 0.001
O -15.383 -5.461 -3.121 0.346 0.123 -0.574
O -25.275 -3.77 -6.078 0.285 0.329 0.371
O 32.366 5.083 24.535 -0.533 -0.451 0.28
O 28.411 -7.455 -5.22 0.148 0.055 0.059
O -5.108 -3.756 -5.17 0.475 0.058 0.134
O -14.581 -5.222 -7.049 -0.101 -0.465 -0.48
O 26.97 6.107 -3.639 -0.08 0.147 -0.368
O -13.925 2.286 25.43 -0.523 -0.284 -0.263
O -22.761 -2.973 25.264 0.365 0.065 0.15
O -9.729 3.699 23.667 -0.387 -0.179 -0.003

Results
total energy: -406596.462 eV
total energy less fixed offsets of O -438.25, Si -107.07 eV per atom: 16.338 eV
